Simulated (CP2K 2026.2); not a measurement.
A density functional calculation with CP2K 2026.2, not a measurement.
Periodic cell of 2016 atoms, Si1440O576, from a study of silicon, its oxide and their interface. The atomic structure is a simulated model.
Doubt: the forces sum to 4.20 eV/angstrom along one axis rather than to zero, so they err by at least 0.0021 eV/angstrom per atom on average; the grid cutoff is modest.

Settings: functional PBE; method Gaussian and plane waves; basis set DZVP-MOLOPT-SR-GTH; pseudopotentials GTH-PBE; grid cutoff 300 Ry, relative cutoff 40 Ry; k points Gamma only; occupations fixed; spin none; net charge 0.

Cell vectors (angstrom)
a 65.28 0 0
b 0 16.32 0
c -0.2866 -0.3516 33.1307

Atoms and the computed forces on them: element, x, y, z (angstrom), force x, y, z (eV/angstrom)
Si 1.748 -1.719 0.011 -0.102 0.064 0.764
Si 4.372 1.178 0.08 -0.094 0.053 0.733
Si 1.116 4.424 -0.003 0.229 -0.075 0.776
Si 3.772 7.277 0.124 0.15 -0.158 0.8
Si 1.489 -6.916 0.22 -0.153 0.15 0.748
Si 3.883 -4.044 -0.061 0.254 -0.074 0.677
Si 6.53 -1.078 -0.08 0.179 -0.161 0.712
Si 9.426 1.745 0.045 0.051 -0.279 0.68
Si 7.13 3.88 -0.138 -0.214 0.156 0.714
Si 9.248 7.203 -0.082 0.315 -0.294 0.659
Si 7.106 9.529 0.165 -0.254 0.085 0.709
Si 9.971 -4.409 0.002 -0.097 0.23 0.744
Si 12.694 -1.571 0.187 -0.129 0.009 0.711
Si 14.812 1.653 0.233 0.068 -0.118 0.666
Si 12.488 3.798 0.03 -0.084 0.209 0.604
Si 15.245 6.516 0.224 -0.098 0.222 0.759
Si 12.213 -6.605 0.109 0.149 -0.138 0.759
Si 14.842 -3.81 0.046 0.168 -0.164 0.714
Si 18.162 -1.478 0.068 -0.431 0.246 0.577
Si 20.624 1.097 0.267 -0.285 0.367 0.579
Si 17.515 4.342 0.275 0.19 -0.145 0.74
Si 20.257 7.099 -0.002 0.172 -0.125 0.706
Si 18.059 -6.995 0.167 -0.199 0.016 0.681
Si 20.22 -3.932 0.134 0.283 -0.242 0.642
Si 22.886 -1.191 0.286 0.328 -0.305 0.62
Si 25.576 1.483 0.181 0.238 -0.175 0.762
Si 23.437 3.782 0.286 -0.098 0.133 0.711
Si 25.726 7.027 0.239 0.12 -0.286 0.735
Si 23.617 -6.978 0.069 -0.399 0.245 0.687
Si 26.384 -4.745 0.101 -0.07 0.243 0.755
Si 28.71 -1.651 0.318 -0.037 0.18 0.752
Si 31.733 0.753 -0.034 -0.172 0.209 0.815
Si 28.404 3.909 -0.017 -0.093 0.254 0.708
Si 30.733 7.148 -0.102 0.181 -0.118 0.67
Si 28.6 -6.909 0.446 0.023 0.037 0.451
Si 30.906 -3.815 0.121 0.254 -0.259 0.826
Si 33.926 -1.385 0.411 -0.023 0.003 0.548
Si 36.437 1.367 0.203 0.291 -0.104 0.659
Si 34.356 3.693 0.333 -0.214 0.019 0.774
Si 36.826 6.407 0.044 -0.224 0.346 0.749
Si 33.792 -6.819 0.016 -0.028 0.166 0.777
Si 36.125 -3.51 -0.057 0.121 -0.206 0.734
Si 39.509 -1.509 0.182 -0.264 0.175 0.726
Si 42.008 1.245 0.332 -0.018 0.214 0.692
Si 39.127 4.232 0.033 0.281 -0.298 0.732
Si -22.923 6.438 -0.047 -0.205 0.26 0.784
Si 39.23 -6.785 -0.101 0.026 -0.067 0.703
Si -23.577 -3.818 -0.06 0.334 -0.281 0.637
Si -20.186 -1.696 -0.01 -0.293 0.31 0.687
Si -17.589 1.245 -0.038 -0.254 0.213 0.661
Si -20.687 4.238 0.008 0.158 -0.225 0.768
Si -17.991 6.918 -0.228 0.301 -0.165 0.61
Si -20.135 -7.083 0.079 -0.102 0.009 0.717
Si -17.891 -3.89 -0.014 0.241 -0.279 0.732
Si -15.285 -0.955 0.07 0.157 -0.294 0.702
Si -12.227 1.391 0.561 0.086 -0.14 0.36
Si -14.509 3.648 0.212 -0.304 0.236 0.638
Si -12.506 6.918 -0.133 0.263 -0.145 0.726
Si -14.655 -7.058 -0.229 -0.31 0.159 0.733
Si -12.194 -4.09 -0.146 -0.336 0.227 0.608
Si -10.043 -0.716 0.093 -0.023 -0.084 0.653
Si -7.196 1.71 -0.064 0.195 -0.183 0.664
Si -9.486 3.862 0.076 -0.165 0.183 0.71
Si -6.96 6.769 0.036 0.045 0.03 0.693
Si -9.954 -6.411 -0.16 0.415 -0.349 0.706
Si -6.537 -4.309 -0.164 -0.141 0.133 0.687
Si -3.717 -1.553 -0.072 -0.258 0.158 0.706
Si -1.498 1.646 0.287 0.429 -0.43 0.376
Si -3.727 3.785 0.075 -0.53 0.539 0.297
Si -1.132 6.637 -0.083 -0.214 0.169 0.684
Si -4.397 -6.613 0.019 0.133 -0.076 0.727
Si -1.618 -3.893 0.08 0.237 -0.175 0.791
Si 2.812 -0.062 1.326 0.009 -0.012 -0.067
Si 5.574 2.761 1.298 0.015 0.011 -0.057
Si 2.729 5.535 1.309 -0.017 0.003 -0.077
Si 5.457 8.324 1.37 0.031 -0.007 -0.048
Si 2.732 -5.4 1.459 -0.006 0.001 -0.06
Si 5.48 -2.771 1.201 -0.028 -0.002 -0.055
Si 8.204 0.052 1.205 0.023 -0.009 -0.084
Si 10.935 2.79 1.465 -0.002 0.001 -0.044
Si 8.204 5.504 1.208 0.015 -0.023 -0.027
Si 10.934 -8.159 1.312 -0.013 0.004 -0.055
Si 8.364 -5.367 1.454 0.017 0.021 -0.065
Si 11.005 -2.738 1.319 -0.003 -0.012 -0.058
Si 13.737 0.023 1.52 -0.003 -0.009 -0.028
Si 16.364 2.77 1.566 -0.002 0.004 -0.067
Si 13.613 5.377 1.414 -0.005 -0.005 -0.042
Si 16.41 -8.142 1.404 0.012 -0.009 -0.055
Si 13.716 -5.38 1.413 -0.004 0.022 -0.05
Si 16.428 -2.61 1.287 0.021 0.003 -0.028
Si 19.108 -0.015 1.618 -0.001 -0.016 -0.029
Si 21.768 2.726 1.491 0.004 0.004 -0.035
Si 19.161 5.525 1.416 0.002 0.007 -0.062
Si 21.859 -8.072 1.284 0.004 -0.007 -0.034
Si 19.159 -5.477 1.528 -0.01 0.007 -0.044
Si 21.809 -2.844 1.494 0.002 0.002 -0.083
Si 24.522 -0.1 1.515 0.005 0.008 -0.046
Si 27.181 2.611 1.475 -0.02 0.008 -0.056
Si 24.598 5.392 1.503 0.002 0.026 -0.045
Si 27.189 -8.229 1.696 -0.01 -0.006 -0.028
Si 24.7 -5.554 1.552 0.003 0.023 -0.085
Si 27.217 -2.957 1.471 -0.038 -0.014 -0.082
Si 30.007 -0.071 1.428 0.014 0.028 -0.09
Si 32.602 2.536 1.331 -0.023 -0.01 -0.057
Si 29.734 5.45 1.235 0.018 -0.043 -0.052
Si 32.504 -8.274 1.312 -0.04 -0.015 -0.078
Si 29.978 -5.445 1.562 0.02 0.036 -0.026
Si 32.501 -2.796 1.54 -0.032 -0.026 -0.058
Si 35.291 -0.018 1.664 0.013 -0.005 -0.035
Si 38.071 2.601 1.38 0.004 0.005 -0.043
Si 35.376 5.358 1.556 0.002 0.004 -0.046
Si 37.961 -8.225 1.245 -0.019 0.01 -0.024
Si 35.141 -5.295 1.227 0.041 -0.011 -0.039
Si 37.86 -2.676 1.363 -0.005 -0.015 -0.042
Si 40.691 -0.102 1.623 -0.028 -0.007 -0.02
Si -21.885 2.767 1.406 0.007 -0.003 -0.043
Si -24.54 5.39 1.309 -0.006 0.014 -0.025
Si -21.831 -8.212 1.238 -0.008 -0.017 -0.028
Si -24.675 -5.43 1.262 0.003 -0.022 -0.059
Si -21.834 -2.826 1.221 -0.011 0.003 -0.018
Si -19.145 0.017 1.254 -0.015 0.002 -0.028
Si -16.343 2.703 1.334 -0.03 0.002 -0.071
Si -19.083 5.417 1.245 -0.024 0.002 -0.056
Si -16.329 -8.212 1.047 0.003 -0.007 -0.046
Si -18.974 -5.505 1.335 -0.012 0.04 -0.026
Si -16.337 -2.692 1.259 -0.006 0.016 -0.085
Si -13.746 -0.004 1.561 -0.046 -0.042 -0.047
Si -10.808 2.786 1.666 0.015 0.034 -0.038
Si -13.582 5.447 1.353 0.011 0.034 -0.023
Si -10.938 -8.144 1.131 -0.003 0.004 -0.075
Si -13.685 -5.393 1.152 0.014 -0.008 -0.087
Si -11.044 -2.533 1.215 0.013 -0.02 -0.049
Si -8.264 0.153 1.352 0.005 -0.009 -0.069
Si -5.538 2.762 1.208 0.057 -0.018 -0.011
Si -8.324 5.456 1.359 0.022 -0.04 -0.057
Si -5.547 8.15 1.327 -0.007 -0.007 -0.036
Si -8.214 -5.392 1.118 -0.019 -0.008 -0.036
Si -5.447 -2.656 1.142 0.014 -0.032 -0.042
Si -2.648 -0.078 1.38 0.009 0.028 -0.017
Si 0.162 2.803 1.41 0.004 0.023 -0.065
Si -2.716 5.547 1.265 0.029 -0.027 -0.056
Si -0.057 8.145 1.38 0.018 -0.031 -0.036
Si -2.803 -5.462 1.336 -0.031 0.004 -0.039
Si 0.053 -2.754 1.305 -0.022 -0.003 -0.05
Si 1.469 1.339 2.679 0.025 -0.006 0.013
Si 4.131 4.117 2.605 -0.004 -0.014 -0.002
Si 1.354 6.82 2.742 -0.008 -0.002 0.038
Si 4.124 9.599 2.795 -0.002 -0.004 0.027
Si 1.348 -4.067 2.758 -0.015 0.002 0.046
Si 4.162 -1.424 2.683 0.029 0 0.032
Si 6.901 1.384 2.684 -0.028 -0.002 0.018
Si 9.561 4.212 2.708 -0.046 0 0.018
Si 6.81 6.827 2.628 0.01 0.006 0.009
Si 9.637 -6.811 2.776 0.025 -0.021 0.038
Si 6.875 -4.016 2.66 -0.029 -0.001 0.007
Si 9.562 -1.339 2.591 0.008 0.011 0.021
Si 12.261 1.354 2.793 -0.002 0.004 0.009
Si 14.963 4.101 2.878 0.001 0.01 0.041
Si 12.262 6.798 2.703 0.012 0.012 0.012
Si 15.046 -6.777 2.746 -0.003 -0.002 0.021
Si 12.316 -4.061 2.776 0.013 -0.011 0.039
Si 15.124 -1.329 2.809 0.001 -0.029 0.025
Si 17.715 1.371 2.871 -0.022 0.004 0.024
Si 20.437 4.121 2.807 0.003 0.009 0.01
Si 17.766 6.84 2.806 -0.014 -0.018 0.04
Si 20.562 -6.803 2.818 0.012 -0.03 0.01
Si 17.706 -4.054 2.728 -0.012 0.026 0.016
Si 20.471 -1.442 2.894 0.013 0 0.023
Si 23.137 1.31 2.844 -0.017 -0.002 0.023
Si 25.908 4.025 2.873 0.023 0 0.003
Si 23.139 6.801 2.731 -0.003 0.031 0.01
Si 25.872 -6.874 3.037 0.02 0.006 0.035
Si 23.253 -4.147 2.798 -0.022 -0.006 0.008
Si 25.887 -1.5 2.791 0.031 0.014 0.024
Si 28.616 1.293 2.764 -0.011 -0.025 0.025
Si 31.191 4.03 2.564 0.017 0.022 0.025
Si 28.57 6.675 2.877 0.019 -0.016 0.012
Si 31.338 -6.863 2.816 0.03 -0.007 0.018
Si 28.569 -4.17 2.936 0.014 -0.025 0.039
Si 31.227 -1.403 2.909 -0.002 -0.005 0.032
Si 33.905 1.359 2.905 -0.01 0.016 0.037
Si 36.765 3.988 2.828 0.003 -0.057 0.048
Si 33.889 6.735 2.719 0.018 0.045 0.019
Si 36.576 -6.767 2.53 0.002 0.016 0.045
Si 33.916 -4.118 2.83 -0.008 -0.02 0.016
Si 36.693 -1.366 2.901 0.021 0.003 0.029
Si 39.376 1.344 2.854 -0.004 0.02 0.034
Si -23.218 4.102 2.766 -0.006 -0.013 0.032
Si -25.902 6.798 2.647 0.015 0.014 0.01
Si -23.217 -6.807 2.561 -0.007 0.001 0.005
Si -26.017 -4.101 2.669 0.003 -0.004 0.025
Si -23.113 -1.497 2.743 -0.002 -0.02 0.038
Si -20.486 1.346 2.659 0.028 0.006 0.019
Si -17.711 4.1 2.626 -0.021 -0.029 0.006
Si -20.449 6.78 2.637 0.008 0.012 0.046
Si -17.592 -6.872 2.596 0.02 -0.033 0.007
Si -20.458 -4.162 2.61 0.004 0.017 0.016
Si -17.744 -1.335 2.626 0.02 0.024 0.05
Si -15.078 1.399 2.829 -0.014 0.021 0.061
Si -12.247 4.187 2.816 -0.03 -0.013 0.001
Si -15.039 6.807 2.576 -0.014 0.012 0.013
Si -12.295 -6.763 2.525 -0.012 -0.019 0.058
Si -15.001 -4.085 2.597 -0.001 0.02 -0.005
Si -12.332 -1.379 2.779 0.02 -0.011 0.007
Si -9.447 1.411 2.91 -0.002 -0.022 0.034
Si -6.829 4.129 2.646 -0.028 -0.016 0.021
Si -9.63 6.887 2.64 -0.021 0.013 -0.001
Si -6.928 -6.758 2.603 0.013 0.028 0.019
Si -9.57 -3.968 2.483 -0.014 -0.003 0.009
Si -6.844 -1.327 2.54 0.013 0.003 0
Si -4.143 1.345 2.596 0.022 0.036 -0.019
Si -1.352 4.137 2.687 -0.01 0.015 0.007
Si -4.096 6.851 2.647 -0.017 0.011 0.019
Si -1.415 -6.795 2.691 0.004 0.014 0.003
Si -4.137 -4.018 2.631 -0.02 0.019 0.035
Si -1.265 -1.387 2.714 0 -0.02 0.028
Si 0.056 0.022 4.045 -0.014 0.003 -0.001
Si 2.805 2.732 4.013 0.015 0.009 0.008
Si 0.002 5.45 4.085 0.027 0.007 -0.013
Si 2.738 8.185 4.08 -0.015 -0.018 -0.004
Si -0.022 -5.459 4.059 0.001 0 0.004
Si 2.752 -2.711 4.074 0.005 0.026 -0.007
Si 5.51 0 4.023 0.002 -0.01 -0.018
Si 8.22 2.771 4.048 0.017 -0.001 -0.009
Si 5.466 5.462 4.014 0.004 0.014 -0.002
Si 8.187 -8.166 4.049 -0.001 0.006 -0.016
Si 5.519 -5.367 4.079 -0.001 0.015 -0.003
Si 8.215 -2.662 4.027 0.028 0.003 0.009
Si 10.879 -0.021 4.072 -0.007 -0.015 0.013
Si 13.607 2.709 4.18 0.022 -0.003 -0.002
Si 10.911 5.497 4.119 0.001 -0.009 0.012
Si 13.641 -8.147 4.066 -0.008 -0.004 -0.006
Si 10.968 -5.436 4.133 -0.018 0.017 -0.001
Si 13.686 -2.695 4.115 -0.009 0.007 -0.001
Si 16.393 0.01 4.231 -0.009 -0.007 0.018
Si 19.086 2.753 4.174 0.002 -0.006 -0.002
Si 16.372 5.481 4.163 -0.011 0.014 -0.016
Si 19.136 -8.137 4.16 -0.011 0 -0.009
Si 16.373 -5.413 4.124 0 0.033 -0.006
Si 19.057 -2.766 4.184 0.002 -0.005 0.011
Si 21.802 -0.035 4.219 0.007 -0.02 0.023
Si 24.498 2.683 4.188 -0.008 -0.001 0
Si 21.808 5.462 4.154 -0.003 0.018 -0.016
Si 24.447 -8.241 4.24 0.003 -0.03 -0.002
Si 21.877 -5.458 4.193 0.007 -0.01 0.015
Si 24.519 -2.759 4.204 -0.003 -0.018 -0.01
Si 27.246 -0.082 4.12 0.027 -0.014 -0.007
Si 29.919 2.717 4.095 0.021 0.01 -0.032
Si 27.228 5.366 4.256 -0.024 -0.011 0.02
Si 29.934 -8.21 4.159 -0.024 0.019 -0.008
Si 27.237 -5.495 4.317 -0.015 0.019 0.006
Si 29.888 -2.757 4.258 0.014 -0.01 0.001
Si 32.598 -0.041 4.238 -0.014 0.013 0.01
Si 35.333 2.704 4.187 0.006 -0.001 0.003
Si 32.553 5.349 4.047 -0.035 -0.035 -0.002
Si 35.282 -8.148 3.995 0.021 0.004 -0.021
Si 32.642 -5.505 4.208 -0.03 0.013 0.006
Si 35.296 -2.751 4.171 -0.006 0.003 -0.004
Si 38.041 -0.004 4.219 -0.007 0.012 0.013
Si -24.522 2.721 4.141 0.01 -0.001 0.003
Si -27.184 5.428 4.094 0.024 -0.015 -0.006
Si -24.535 -8.157 3.99 0.003 -0.004 0.015
Si -27.33 -5.495 4.015 -0.039 0.013 0
Si -24.563 -2.804 4.046 -0.022 0.026 0
Si -21.794 -0.044 4.049 -0.015 0.012 0.001
Si -19.085 2.714 3.984 -0.011 -0.001 -0.004
Si -21.802 5.459 4.05 0.005 0.006 -0.001
Si -19.047 -8.173 3.957 -0.014 0.004 -0.011
Si -21.833 -5.492 3.971 -0.014 -0.002 0.02
Si -19.106 -2.74 3.958 -0.005 -0.004 -0.004
Si -16.424 -0.024 4.085 0.015 -0.014 0.016
Si -13.644 2.774 4.088 -0.016 -0.001 0.009
Si -16.367 5.462 3.991 0.011 0.021 0.008
Si -13.649 -8.126 3.923 0.001 0 -0.013
Si -16.327 -5.457 3.978 -0.004 -0.008 0.021
Si -13.669 -2.779 4.054 -0.002 0 0.015
Si -10.916 0 4.089 0.009 0.03 -0.021
Si -8.083 2.796 4.144 0.005 0.019 0.01
Si -10.897 5.549 4.105 0.013 0.005 0.021
Si -8.225 -8.121 3.997 0.013 -0.001 0.028
Si -10.905 -5.393 3.88 0.027 -0.007 -0.032
Si -8.194 -2.694 3.923 -0.007 0.009 0.008
Si -5.474 -0.008 3.972 -0.022 -0.017 -0.018
Si -2.751 2.72 3.969 -0.004 -0.002 0.038
Si -5.443 5.464 3.998 0.004 -0.006 0.006
Si -2.748 8.171 4.05 0.007 -0.024 0.013
Si -5.507 -5.411 3.961 0.009 -0.011 -0.016
Si -2.711 -2.731 4.017 0.006 -0.025 -0.005
Si 1.327 -1.458 16.406 -0.008 0.012 0.005
Si 4.027 1.289 16.396 -0.012 -0.001 0.008
Si 1.274 3.986 16.355 -0.011 -0.01 -0.001
Si 4.017 6.762 16.362 0.004 0.002 0.003
Si 1.351 -6.873 16.365 -0.004 -0.001 0.007
Si 3.99 -4.142 16.394 -0.006 -0.008 0.007
Si 6.744 -1.396 16.357 -0.001 -0.013 0.003
Si 9.507 1.369 16.316 0.013 0.002 -0.006
Si 6.73 4.014 16.346 0 -0.014 0.006
Si 9.455 -9.561 16.272 -0.011 -0.004 -0.019
Si 6.708 -6.823 16.332 -0.001 -0.016 -0.003
Si 9.484 -4.081 16.331 0.017 -0.004 -0.006
Si 12.255 -1.355 16.352 0.006 0.007 -0.006
Si 14.952 1.362 16.362 -0.003 0.004 -0.006
Si 12.221 4.081 16.328 -0.006 0.008 -0.005
Si 14.943 -9.506 16.333 -0.009 0.003 -0.001
Si 12.212 -6.795 16.288 -0.001 -0.001 -0.004
Si 14.961 -4.044 16.326 0.009 0.002 -0.003
Si 17.697 -1.303 16.37 0.009 0.015 0
Si 20.415 1.401 16.4 0.004 0 -0.013
Si 17.696 4.107 16.368 0.004 -0.004 -0.002
Si 20.406 -9.491 16.358 0.009 -0.007 -0.013
Si 17.661 -6.76 16.371 0.005 -0.004 0.001
Si 20.449 -4.007 16.382 0.004 0.007 0
Si 23.183 -1.279 16.445 0.015 0.009 -0.001
Si 25.847 1.401 16.396 -0.011 -0.02 -0.009
Si 23.147 4.122 16.399 0.002 0.001 -0.007
Si 25.912 -9.468 16.432 0.012 0.003 -0.005
Si 23.179 -6.727 16.389 0.007 0.016 -0.001
Si 25.878 -4.018 16.399 -0.005 0.013 -0.006
Si 28.616 -1.326 16.402 0.009 0 -0.005
Si 31.318 1.404 16.402 0.01 -0.01 -0.011
Si 28.6 4.155 16.422 0.015 0.004 -0.006
Si 31.332 -9.46 16.397 -0.003 0.005 0
Si 28.619 -6.73 16.442 0.008 0.011 0.008
Si 31.311 -4.099 16.419 -0.015 -0.01 -0.01
Si 34.055 -1.338 16.329 0.007 -0.012 -0.007
Si 36.782 1.378 16.317 0.013 -0.013 -0.006
Si 34.048 4.113 16.381 0.011 0.003 0.003
Si 36.725 -9.505 16.422 0.002 -0.012 -0.013
Si 34.031 -6.81 16.435 -0.008 -0.001 -0.011
Si 36.72 -4.081 16.322 -0.003 -0.01 0.007
Si 39.476 -1.37 16.266 0.004 -0.002 -0.014
Si -23.093 1.403 16.226 0 0 -0.014
Si -25.846 4.122 16.292 -0.025 0.013 -0.011
Si -23.111 -9.515 16.266 0.007 -0.017 -0.002
Si -25.811 -6.824 16.32 0.018 -0.011 0.01
Si -23.117 -4.107 16.316 -0.007 0 -0.007
Si -20.397 -1.373 16.237 -0.008 0.011 0.007
Si -17.642 1.372 16.242 0.009 0.003 -0.006
Si -20.349 4.088 16.255 -0.003 -0.008 -0.01
Si -17.693 -9.49 16.225 0.002 -0.018 -0.016
Si -20.4 -6.803 16.267 0.002 -0.008 -0.007
Si -17.663 -4.073 16.206 0.009 0.015 -0.005
Si -14.978 -1.359 16.261 -0.004 -0.016 -0.001
Si -12.232 1.401 16.188 0.003 0.005 -0.008
Si -14.932 4.102 16.238 -0.007 0.003 -0.003
Si -12.236 -9.515 16.266 0.02 0.001 -0.001
Si -14.949 -6.798 16.22 -0.002 0.011 -0.005
Si -12.3 -4.087 16.188 0.005 0.001 -0.012
Si -9.547 -1.403 16.188 -0.002 0.003 -0.014
Si -6.805 1.341 16.209 0.004 0.007 -0.01
Si -9.544 4.08 16.202 -0.003 -0.002 -0.016
Si -6.844 6.744 16.188 -0.008 -0.009 -0.007
Si -9.592 -6.88 16.189 -0.021 -0.004 0.001
Si -6.853 -4.135 16.231 -0.005 0.013 -0.009
Si -4.098 -1.42 16.239 -0.003 0.014 -0.011
Si -1.419 1.23 16.374 -0.024 0.007 0.002
Si -4.108 3.964 16.259 -0.017 -0.008 -0.009
Si -1.365 6.696 16.325 -0.012 0.013 -0.014
Si -4.098 9.439 16.238 -0.002 0.001 -0.022
Si -1.364 -4.168 16.291 -0.011 0.007 0.007
Si 2.681 -0.088 17.791 0.011 -0.002 -0.011
Si 5.376 2.662 17.762 0.015 0.019 0.011
Si 2.636 5.362 17.686 -0.002 -0.005 -0.03
Si 5.346 8.158 17.737 -0.016 0.021 0.029
Si 2.656 -5.522 17.82 -0.009 0.005 -0.001
Si 5.35 -2.756 17.724 0.002 0.015 0.004
Si 8.145 -0.002 17.643 0.003 0.007 -0.002
Si 10.873 2.719 17.697 -0.001 -0.004 -0.003
Si 8.133 5.368 17.647 0.017 0.02 -0.001
Si 10.792 -8.156 17.575 0.012 -0.004 -0.006
Si 8.072 -5.435 17.652 0.008 0.005 -0.016
Si 10.9 -2.747 17.674 -0.007 -0.007 -0.012
Si 13.612 -0.005 17.753 0.018 -0.035 0
Si 16.322 2.733 17.693 0.008 -0.008 0.001
Si 13.568 5.462 17.679 -0.005 -0.01 0.009
Si 16.295 -8.157 17.712 0.003 0.005 -0.016
Si 13.611 -5.453 17.631 -0.015 -0.007 -0.012
Si 16.283 -2.636 17.687 -0.006 0.014 -0.014
Si 19.067 0.033 17.763 -0.01 -0.002 0.002
Si 21.773 2.773 17.752 0 -0.009 -0.006
Si 19.038 5.493 17.736 -0.003 0.009 0.002
Si 21.793 -8.117 17.662 -0.011 -0.013 -0.003
Si 19.036 -5.353 17.677 -0.01 -0.009 0
Si 21.82 -2.651 17.77 0.001 0.015 -0.006
Si 24.532 0.095 17.849 0.012 0.006 0.014
Si 27.198 2.781 17.714 -0.015 0.014 -0.033
Si 24.538 5.471 17.745 -0.016 -0.007 -0.001
Si 27.271 -8.083 17.8 -0.01 -0.01 -0.007
Si 24.541 -5.364 17.776 -0.01 -0.01 0.001
Si 27.235 -2.655 17.754 -0.007 -0.006 -0.001
Si 29.963 0.046 17.764 -0.02 -0.011 0.025
Si 32.705 2.761 17.739 -0.007 0.003 0.019
Si 29.965 5.551 17.763 -0.008 -0.012 0.005
Si 32.687 -8.172 17.835 0.013 -0.01 0.011
Si 29.955 -5.396 17.873 -0.011 0.021 0.036
Si 32.708 -2.703 17.675 0.011 0.006 -0.024
Si 35.465 -0.014 17.662 0.01 0.004 -0.002
Si 38.075 2.801 17.68 -0.01 0.015 -0.009
Si 35.356 5.46 17.812 -0.01 0.009 0.008
Si 38.112 -8.123 17.738 -0.005 0.017 0.004
Si 35.389 -5.412 17.751 0.008 -0.005 0.004
Si 38.129 -2.744 17.621 -0.005 0.01 0.002
Si 40.815 0.059 17.554 0.001 -0.001 -0.004
Si -21.699 2.716 17.594 0.014 0.009 0.008
Si -24.466 5.461 17.632 -0.008 0 0.004
Si -21.77 -8.158 17.632 -0.009 0.005 0.014
Si -24.444 -5.51 17.702 -0.002 -0.014 -0.011
Si -21.741 -2.727 17.629 0.004 -0.007 0.025
Si -19.018 -0.006 17.554 0.006 0.004 -0.023
Si -16.282 2.755 17.599 -0.001 -0.018 0.007
Si -19.024 5.487 17.617 -0.003 0.007 -0.001
Si -16.31 -8.15 17.56 -0.02 -0.004 -0.01
Si -19.014 -5.416 17.562 -0.013 -0.003 -0.018
Si -16.319 -2.766 17.622 -0.009 -0.003 0.001
Si -13.589 0.064 17.535 0.007 -0.007 -0.015
Si -10.888 2.746 17.577 -0.007 0.015 0.016
Si -13.577 5.447 17.628 -0.001 -0.02 0.024
Si -10.899 -8.172 17.681 -0.001 0.011 0.014
Si -13.608 -5.441 17.597 -0.006 0.01 0.011
Si -10.958 -2.73 17.528 0.012 0.007 0.002
Si -8.164 -0.048 17.504 -0.015 0.005 -0.014
Si -5.486 2.655 17.656 0.022 -0.012 0.033
Si -8.227 5.449 17.573 0.003 -0.006 -0.002
Si -5.471 8.053 17.544 -0.005 0.009 0.016
Si -8.259 -5.53 17.516 0.016 0.013 0.008
Si -5.463 -2.777 17.56 0.003 -0.022 -0.008
Si -2.803 -0.155 17.738 0.019 0.01 0.024
Si -0.066 2.588 17.746 0.024 -0.008 0.003
Si -2.738 5.275 17.628 0.019 0.005 -0.022
Si 0.022 -8.286 17.702 0.008 -0.027 -0.004
Si -2.749 -5.533 17.606 0.019 -0.007 0.019
Si -0.013 -2.893 17.745 0.024 -0.027 -0.027
Si 1.267 1.219 19.156 -0.012 0.01 -0.015
Si 3.92 4.007 19.089 -0.021 -0.033 -0.001
Si 1.353 6.67 19.149 -0.013 0.003 -0.027
Si 4.014 -6.844 19.242 0.006 0.008 -0.013
Si 1.287 -4.218 19.265 -0.007 0.001 0.007
Si 4.047 -1.436 19.187 -0.019 0.01 0.001
Si 6.812 1.303 19.07 0.003 0.009 -0.032
Si 9.496 4.049 19.059 -0.024 0.017 -0.012
Si 6.75 6.727 18.947 0.018 -0.033 -0.034
Si 9.433 -6.822 18.937 0.007 0.005 -0.019
Si 6.716 -4.11 19.051 0.013 -0.015 -0.009
Si 9.554 -1.326 18.961 0.016 -0.013 -0.031
Si 12.27 1.403 19.069 -0.009 0.022 -0.013
Si 14.988 4.132 19.022 -0.004 0.006 -0.034
Si 12.115 -9.488 18.945 0.002 -0.016 -0.034
Si 14.909 -6.806 19.042 -0.019 -0.007 -0.014
Si 12.276 -4.139 19.009 0.011 0.007 -0.024
Si 14.951 -1.363 19.17 0.009 -0.003 0.002
Si 17.65 1.372 19.087 -0.022 0.009 -0.025
Si 20.415 4.151 19.085 0.014 -0.002 -0.009
Si 17.664 -9.477 19.101 -0.007 0.001 -0.029
Si 20.408 -6.749 18.957 0.001 0.012 -0.045
Si 17.67 -3.952 19.002 0.028 0.005 -0.009
Si 20.472 -1.292 19.137 0.003 -0.005 -0.016
Si 23.118 1.478 19.183 0.014 0.013 -0.031
Si 25.866 4.096 19.136 -0.006 -0.012 -0.004
Si 23.188 -9.428 19.023 -0.005 0.02 -0.029
Si 25.925 -6.693 19.146 0.013 0.003 -0.01
Si 23.214 -3.974 19.137 0.004 0.008 0.001
Si 25.985 -1.253 19.169 0.004 0 -0.03
Si 28.55 1.45 19.056 -0.012 0.01 -0.028
Si 31.361 4.199 19.065 0.033 -0.006 -0.028
Si 28.642 -9.407 19.188 0.016 0.005 -0.001
Si 31.351 -6.804 19.208 -0.016 0.009 -0.026
Si 28.546 -3.964 19.187 -0.002 -0.037 -0.034
Si 31.365 -1.373 19.034 0.02 -0.017 -0.012
Si 34.121 1.347 19.002 0.002 -0.003 -0.028
Si 36.699 4.072 19.152 0.008 -0.037 -0.001
Si 34.009 -9.548 19.269 -0.033 0.001 0.003
Si 36.759 -6.749 19.127 0.026 -0.013 -0.026
Si 34.057 -3.992 19.09 0.006 0.001 -0.013
Si 36.878 -1.344 19.011 -0.004 0.009 -0.018
Si 39.525 1.469 18.921 0.001 -0.005 -0.038
Si -23.041 4.115 18.917 0.009 -0.005 -0.041
Si 39.48 -9.52 19.048 0.004 -0.002 -0.023
Si -23.08 -6.863 19.101 -0.014 0.005 -0.016
Si 39.401 -4.167 18.982 0 -0.017 -0.017
Si 42.165 -1.281 18.892 0.023 0.023 -0.022
Si -20.332 1.341 18.945 -0.028 -0.003 -0.023
Si -17.62 4.152 18.939 0.01 -0.001 -0.023
Si -20.413 -9.489 18.987 0.005 -0.031 -0.034
Si -17.612 -6.732 18.895 0.019 0.034 0.008
Si -20.383 -4.139 18.969 0.021 -0.004 -0.002
Si -17.724 -1.398 18.915 -0.018 0.004 -0.02
Si -14.871 1.432 18.946 0.009 0.047 -0.008
Si -12.166 4.136 19.014 0.023 0.008 -0.033
Si -15 -9.522 18.939 0.017 0.009 -0.02
Si -12.31 -6.799 19.017 0.042 -0.008 -0.008
Si -14.925 -4.102 19.005 -0.031 0.025 -0.011
Si -12.226 -1.262 18.879 0.014 0.01 -0.018
Si -9.49 1.336 18.83 0.021 -0.01 -0.026
Si -6.875 4.115 18.921 0.011 -0.019 -0.04
Si -9.509 6.783 19.046 -0.002 -0.006 0.01
Si -6.884 9.411 18.829 -0.004 0.006 -0.056
Si -9.716 -4.229 18.829 -0.054 -0.047 -0.049
Si -6.853 -1.426 18.872 0.032 0.025 -0.018
Si -4.227 1.209 19.077 -0.034 0.006 -0.057
Si -1.471 3.908 19.098 -0.031 -0.003 -0.014
Si -4.142 6.634 18.89 -0.01 -0.015 -0.017
Si -1.378 -6.903 18.953 0.008 0.008 -0.019
Si -4.162 -4.188 18.918 -0.009 0.034 -0.019
Si -1.464 -1.643 19.068 -0.033 0.015 -0.025
Si -0.131 -0.259 20.402 0.027 -0.003 0.061
Si 2.598 2.609 20.55 0.02 0.015 0.038
Si -0.101 5.274 20.435 0.008 0.019 0.073
Si 2.7 7.999 20.634 0.035 -0.002 0
Si -0.13 -5.703 20.563 0.017 0.007 0.025
Si 2.713 -2.812 20.612 -0.004 -0.02 0.056
Si 5.504 -0.081 20.488 0.037 -0.01 0.026
Si 8.177 2.683 20.445 0.009 -0.016 0.054
Si 5.358 5.424 20.302 -0.007 0.033 0.03
Si 8.102 8.093 20.267 -0.006 0.006 0.048
Si 5.467 -5.431 20.567 -0.025 -0.011 0.04
Si 8.137 -2.692 20.237 -0.016 0.04 0.044
Si 10.907 0.029 20.379 -0.023 -0.015 0.054
Si 13.65 2.779 20.394 -0.009 0.004 0.062
Si 10.811 5.475 20.373 0.012 0.014 0.051
Si 13.413 -8.126 20.329 -0.025 0.029 0.029
Si 10.845 -5.516 20.268 -0.012 -0.017 0.038
Si 13.602 -2.83 20.471 0.034 -0.005 0.065
Si 16.326 0.011 20.547 0.019 0.011 0.039
Si 19.005 2.804 20.387 -0.008 -0.005 0.067
Si 16.29 5.496 20.462 0.001 0.001 0.056
Si 19.04 -8.054 20.365 0.007 0.002 0.057
Si 16.336 -5.395 20.267 0.005 -0.031 0.04
Si 19.037 -2.637 20.426 -0.027 -0.009 0.008
Si 21.791 0.098 20.56 0.011 -0.007 0.036
Si 24.466 2.833 20.59 -0.008 -0.013 0.036
Si 21.815 5.544 20.362 0.005 -0.012 0.089
Si 24.545 -8.066 20.421 -0.001 -0.007 0.022
Si 21.772 -5.401 20.307 -0.002 0.004 0.032
Si 24.614 -2.605 20.507 -0.014 0.008 0.05
Si 27.318 0.157 20.583 -0.029 -0.037 0.029
Si 29.936 2.847 20.293 -0.003 0.012 0.046
Si 27.243 5.491 20.433 0.01 0.004 0.035
Si 30.029 -8.137 20.678 0 -0.009 0.037
Si 27.243 -5.375 20.602 0.025 0.021 0.055
Si 29.937 -2.546 20.474 -0.036 0.01 0.031
Si 32.798 -0.051 20.317 0.034 -0.001 0.044
Si 35.346 2.661 20.522 0.011 0.028 0.07
Si 32.643 5.38 20.68 0.004 0.011 0.067
Si 35.413 -8.118 20.516 0.014 0.034 0.056
Si 32.681 -5.321 20.47 -0.024 0.019 0.054
Si 35.543 -2.693 20.399 0.011 0.001 0.052
Si 38.187 0.175 20.285 -0.019 0.005 0.075
Si 40.973 2.699 20.275 0.008 -0.006 0.071
Si 38.127 5.43 20.421 -0.004 0.032 0.062
Si 40.808 -8.189 20.495 0.011 0.01 0.039
Si 38.087 -5.373 20.561 -0.008 0.011 0.016
Si 40.764 -2.695 20.107 0.023 -0.01 0.041
Si 43.598 -0.057 20.309 0.008 -0.026 0.052
Si -19.025 2.843 20.233 -0.005 0.028 0.01
Si -21.816 5.522 20.356 -0.024 0.018 0.038
Si -18.993 -8.073 20.186 -0.034 -0.013 0.032
Si -21.669 -5.506 20.416 0.031 -0.035 0.063
Si -19.081 -2.755 20.34 0.013 0.025 0.029
Si -16.282 0.004 20.122 0.025 -0.015 0.049
Si -13.5 2.763 20.381 -0.023 -0.014 0.036
Si -16.281 5.446 20.379 -0.037 -0.053 0.034
Si -13.698 -8.155 20.33 0.004 0.002 0.063
Si -16.277 -5.486 20.397 0.005 -0.045 0.049
Si -13.566 -2.594 20.237 -0.021 0.001 0.038
Si -10.794 0.036 20.24 -0.029 -0.007 0.037
Si -8.203 2.701 20.204 0.01 0.031 0.061
Si -10.829 5.485 20.494 -0.03 -0.014 0.038
Si -8.105 8.139 20.361 0.017 -0.002 0.056
Si -11.003 -5.469 20.437 0.02 0.021 0.047
Si -8.26 -2.888 19.983 0.023 -0.011 0.013
Si -5.647 -0.18 20.449 0.011 0.013 0.06
Si -2.872 2.563 20.483 -0.009 -0.007 0.048
Si -5.538 5.426 20.339 -0.007 0.002 0.051
Si -2.779 -8.319 20.163 0.035 -0.019 0.035
Si -5.577 -5.554 20.166 -0.011 -0.01 0.059
Si -2.817 -3.067 20.458 0.042 -0.021 0.007
Si 1.183 -1.555 21.89 0.03 -0.028 -0.726
Si 4.391 1.566 21.71 -0.286 -0.186 -0.77
Si 1.193 3.98 21.921 -0.019 -0.157 -0.678
Si 4.479 6.959 21.864 -0.326 -0.154 -0.685
Si 0.953 -7.369 21.905 0.216 0.305 -0.664
Si 4.111 -4.139 22.033 0.145 0.173 -0.716
Si 7.207 -1.175 21.75 -0.31 -0.09 -0.77
Si 9.367 1.115 21.765 0.123 0.253 -0.734
Si 6.508 3.884 21.572 0.328 0.054 -0.717
Si 9.562 6.983 21.699 -0.107 -0.303 -0.662
Si 6.69 -7.095 21.717 0.087 0.265 -0.623
Si 9.686 -3.898 21.434 -0.196 -0.209 -0.712
Si 11.935 -1.656 21.629 0.358 0.299 -0.642
Si 15.214 1.688 21.78 -0.129 -0.198 -0.738
Si 12.469 4.386 21.604 -0.101 -0.046 -0.741
Si 14.568 -9.673 21.586 0.17 0.002 -0.632
Si 11.778 -7.106 21.719 0.297 0.206 -0.755
Si 15.018 -4.239 21.772 -0.199 0.045 -0.676
Si 18.013 -1.05 21.847 -0.307 -0.232 -0.73
Si 20.134 1.298 21.752 0.247 0.081 -0.663
Si 17.462 3.913 21.768 0.115 0.226 -0.724
Si 20.692 -9.142 21.573 -0.146 -0.143 -0.776
Si 17.909 -6.431 21.623 -0.03 -0.22 -0.688
Si 20.177 -4.304 21.588 0.032 0.135 -0.701
Si 23.425 -1.066 21.821 -0.197 -0.093 -0.713
Si 25.611 1.207 21.867 0.168 0.213 -0.722
Si 23.383 4.577 21.811 -0.115 -0.296 -0.737
Si 25.72 -9.619 21.726 0.136 0.182 -0.674
Si 22.909 -6.926 21.648 0.234 0.172 -0.734
Si 26.026 -3.846 21.942 -0.091 -0.159 -0.72
Si 29.172 -0.703 21.831 -0.25 -0.2 -0.764
Si 31.39 1.428 21.388 0.028 0.044 -0.535
Si 28.788 4.311 21.733 -0.138 -0.114 -0.749
Si 31.043 -9.827 22.063 0.283 0.222 -0.742
Si 28.883 -6.491 21.921 -0.208 -0.152 -0.707
Si 31.022 -4.177 21.733 0.163 0.011 -0.726
Si 34.393 -1.156 21.679 -0.207 -0.012 -0.693
Si 36.586 1.1 21.777 0.099 0.234 -0.756
Si 33.596 3.536 21.874 0.072 0.193 -0.749
Si 37.024 -9.3 21.777 -0.153 -0.167 -0.762
Si 34.301 -6.426 21.742 -0.082 -0.163 -0.759
Si 36.532 -4.187 21.963 0.392 0.278 -0.7
Si 39.434 -1.352 21.484 0.082 0.051 -0.729
Si 42.569 1.554 21.624 -0.251 -0.072 -0.732
Si 39.779 4.203 21.556 -0.179 -0.005 -0.778
Si 41.866 -9.826 21.841 0.277 0.289 -0.766
Si 39.194 -7.038 21.777 0.238 0.177 -0.767
Si 42.27 -3.869 21.409 0.007 -0.168 -0.715
Si 44.531 -1.753 21.676 0.257 0.274 -0.713
Si -17.707 1.316 21.35 0.142 0.237 -0.66
Si -20.655 3.931 21.553 0.213 0.142 -0.674
Si -17.566 -9.274 21.532 -0.089 -0.328 -0.671
Si -20.196 -6.855 21.765 -0.082 0.201 -0.762
Si -17.418 -3.828 21.584 -0.387 -0.356 -0.633
Si -15.2 -1.51 21.529 0.345 0.323 -0.634
Si -11.843 1.634 21.62 -0.122 -0.068 -0.677
Si -14.584 4.394 21.693 -0.184 -0.164 -0.735
Si -12.497 6.713 21.681 0.286 0.041 -0.759
Si -15.27 -7.14 21.789 0.248 0.346 -0.771
Si -12.042 -3.659 21.616 -0.17 -0.371 -0.662
Si -9.617 -1.668 21.358 0.071 0.271 -0.69
Si -6.799 1.532 21.658 -0.082 -0.291 -0.743
Si -9.599 3.839 21.698 0.044 0.229 -0.635
Si -6.461 7.124 21.766 -0.104 -0.097 -0.682
Si -9.329 9.67 21.633 -0.221 -0.104 -0.713
Si -7.222 -4.414 21.37 0.139 -0.091 -0.742
Si -4.075 -1.505 21.641 -0.305 -0.175 -0.713
Si -1.849 0.754 21.616 0.133 0.279 -0.805
Si -4.563 3.748 21.654 0.257 0.053 -0.751
Si -1.359 6.848 21.618 -0.123 -0.17 -0.721
Si -4.227 -6.997 21.379 -0.036 0.002 -0.402
Si -1.947 -4.872 21.859 0.139 0.216 -0.733
Si 2.743 0.41 23.914 -0.081 -0.026 -0.124
Si 5.532 4.75 -2.769 0.042 -0.071 0.14
Si 4.695 -6.031 -6.82 -0.122 -0.011 -0.166
Si 12.379 7.28 -3.985 -0.01 -0.094 0.016
Si 7.376 -2.047 -6.26 -0.008 -0.006 -0.111
Si 2.273 -5.728 23.982 0.038 0.01 0.026
Si 8.344 -1.308 -2.403 -0.061 -0.013 0.028
Si 10.544 3.093 23.744 -0.034 -0.086 -0.133
Si 11.935 7.215 25.952 0.003 -0.034 0.008
Si 8.15 5.205 23.795 0.002 0.091 -0.025
Si 5.811 2.455 -4.934 -0.179 -0.018 -0.003
Si 1.605 6.863 -6.797 0.108 -0.076 -0.086
Si 12.051 -2.472 24.33 0.111 0.131 -0.062
Si 17.887 5.601 24.272 0.004 -0.031 -0.035
Si 16.65 5.819 -6.307 0.045 0.082 -0.066
Si 18.662 -3.859 -7.003 0.031 0.119 -0.005
Si 18.53 6.234 -4 -0.013 0.085 0.144
Si 16.663 -2.68 23.998 0.036 -0.049 0.005
Si 17.936 0.982 25.803 0.108 -0.014 -0.03
Si 26.97 -7.797 23.97 0.013 -0.082 -0.153
Si 20.385 6.859 24.576 0.033 0.112 0.005
Si 26.924 7.501 -6.426 -0.047 0.033 -0.097
Si 16.371 8.12 23.578 -0.025 -0.002 -0.08
Si 21.674 -2.683 23.862 0.023 0.007 -0.07
Si 24.936 0.62 -5.969 -0.037 0.136 0.056
Si 29.86 -3.419 -6.952 -0.073 0.078 0.008
Si 20.346 2.329 24.684 -0.042 0.066 -0.087
Si 28.618 6.22 -4.329 -0.073 0.048 0.094
Si 24.581 -5.688 23.934 -0.043 -0.008 -0.116
Si -31.171 4.284 24.879 -0.033 -0.086 -0.139
Si 27.099 2.795 -6.33 -0.021 0.074 -0.041
Si 32.308 6.634 24.975 -0.074 0.023 -0.188
Si -31.378 1.429 -3.931 0.093 0.043 -0.008
Si 31.986 7.956 -5.351 0.085 0.032 0.017
Si 27.257 -4.035 -5.611 0.061 0.12 0.025
Si -32.547 -2.683 23.886 0.094 0.003 -0.178
Si -27.106 2.791 23.841 0.021 -0.066 -0.152
Si -29.646 2.678 -6.303 0.006 0.016 -0.017
Si -26.322 6.499 -4.264 0.059 -0.029 -0.038
Si -31.366 -7.204 24.648 0.053 0.039 -0.067
Si -27.605 -2.194 23.809 0.03 -0.139 -0.018
Si -22.41 -0.032 -4.493 0.031 -0.007 -0.016
Si -24.769 -1.495 24.268 -0.223 0.006 -0.102
Si -20.472 -6.135 -2.728 0.057 -0.048 0.047
Si -29.069 5.11 -4.541 -0.057 0.054 -0.048
Si -22.123 -8 23.715 -0.026 -0.132 -0.009
Si -24.197 -5.682 23.587 -0.063 -0.006 -0.074
Si -18.999 -0.335 23.405 -0.034 -0.03 0.03
Si -15.442 1.079 -6.588 0.079 -0.002 0.072
Si -11.649 0.171 24.182 0.003 -0.115 -0.068
Si -18.779 5.173 23.452 -0.005 0.056 0.011
Si -17.606 4.242 25.946 -0.071 0.017 -0.134
Si -15.766 -6.968 -3.031 0.179 -0.006 0.033
Si -9.571 6.996 25.981 0.07 -0.052 0.013
Si -15.234 5.892 -5.433 0.008 0.004 0.152
Si -5.65 4.11 -7.088 -0.031 0.11 0.036
Si -8.627 0.033 23.687 0.029 0.053 -0.163
Si -9.268 -6.213 -3.163 -0.076 0.058 0.082
Si -12.571 0.911 -6.166 -0.02 0.057 0.092
Si -7.667 -3.628 -3.067 0.021 -0.123 0.046
Si -7.865 5.309 23.994 0.045 0.004 -0.216
Si -4.662 1.086 25.543 0.033 -0.162 0.106
Si -5.587 5.935 -2.415 -0.063 0.024 -0.018
Si -6.003 -5.214 -5.055 0.082 0.043 -0.106
Si -3.872 -7.208 -4.765 -0.046 0.041 0.07
Si -5.575 -3.216 23.697 0.068 0.088 -0.073
Si -1.154 7.42 -6.468 0.015 -0.049 -0.038
Si 4.65 7.48 -2.79 0.059 0.122 0.09
Si -3.285 5.57 23.839 0.043 0.081 -0.101
Si 7.106 -7.554 -6.596 0.033 0.011 -0.109
Si -5.423 -5.746 25.237 -0.104 0.057 0.162
Si 4.497 4.031 -6.875 -0.101 0.011 -0.092
Si 1.654 -0.843 -2.882 0.013 -0.011 0.139
Si 10.98 0.23 -4.864 -0.008 0.045 0.029
Si 2.971 -7.602 -4.875 -0.022 -0.08 0.038
Si 3.137 5.323 24.033 0.033 -0.072 -0.024
Si -3.429 -0.257 -2.907 0.018 0.032 0.155
Si 13.225 2.016 -4.292 -0.011 0.055 0.082
Si 10.416 -2.32 -6.658 -0.034 0.007 -0.062
Si 14.151 -7.986 -1.969 -0.104 0.035 0.148
Si 8.736 -6.341 -4.516 0.145 -0.144 -0.054
Si 9.629 -3.817 -3.038 0.149 -0.031 0.18
Si 9.527 -7.186 25.915 -0.001 -0.004 0.001
Si 8.129 0.601 -4.769 0.071 -0.205 0.056
Si 11.708 4.734 -6.976 0.059 -0.011 -0.109
Si 19.889 -1.509 25.862 0.01 -0.018 0.061
Si 22.355 -1.048 -2.54 -0.039 0.003 0.017
Si 24.7 -5.376 -2.28 -0.036 -0.084 0.103
Si 13.07 -5.358 23.807 0.095 0.051 0.031
Si 14.993 1.279 24.772 0.017 0.04 -0.033
Si 23.49 4.516 -2.575 0.031 0.031 0.077
Si 23.138 1.601 -3.852 -0.039 -0.011 -0.014
Si 22.812 -3.574 -4.117 -0.14 -0.024 0.194
Si 14.41 -1.394 25.855 0.003 -0.052 -0.074
Si 20.506 -6.361 -7.01 -0.017 -0.025 0.059
Si 22.993 -4.4 -7.089 -0.179 -0.034 -0.156
Si 30.475 -1.216 -4.764 -0.003 -0.059 -0.025
Si 26.95 3.057 23.988 -0.057 0.04 -0.07
Si 17.976 1.521 -4.176 0.009 0.007 0.073
Si 22.098 0.815 -6.449 0.019 -0.024 0.091
Si 26.556 -1.593 -6.795 -0.007 0.019 -0.105
Si 31.436 1.456 -5.736 0.009 -0.045 -0.135
Si -32.332 -0.644 25.944 -0.001 0.041 0.023
Si -31.951 -1.332 -4.196 0.021 0.051 -0.023
Si 26.55 5.35 -2.126 -0.028 -0.034 0.114
Si -31.269 4.037 -2.568 -0.086 0.019 -0.004
Si 27.727 -1.606 -4.201 -0.117 0.001 0.024
Si 20.119 -4.595 -2.892 -0.017 0.074 0.06
Si -29.23 -0.339 25.821 0.119 -0.056 -0.033
Si -30.192 7.971 -4.932 -0.168 -0.143 0.134
Si -28.605 -4.583 -4.709 0.078 0.097 0.022
Si -28.517 -6.536 -6.94 -0.02 0.016 -0.029
Si -27.243 0.067 -2.1 0.001 -0.016 0.109
Si -24.922 2.951 25.825 -0.072 -0.008 -0.058
Si -23.402 2.782 -4.575 0.062 -0.023 -0.118
Si -21.14 -7.034 -6.361 -0.076 0.088 -0.086
Si -24.508 7.857 -2.272 -0.026 0.073 0.057
Si -23.112 -6.434 -4.171 -0.074 -0.019 0.039
Si -23.473 -3.777 25.656 0.008 0.057 -0.015
Si -16.13 -1.029 24.265 0.107 -0.053 -0.125
Si -17.044 6.611 -3.163 -0.125 -0.054 0.088
Si -16.614 3.174 23.398 0.062 -0.028 0.018
Si -23.184 0.891 24.656 0.032 -0.049 -0.11
Si -18.434 -5.306 23.999 0.032 -0.08 -0.055
Si -16.827 -0.507 -4.489 -0.099 0.032 0.095
Si -9.176 -0.998 -2.797 0.039 -0.054 0.036
Si -14.972 -3.5 25.705 -0.024 0.106 -0.005
Si -7.745 7.873 -2.604 0.09 -0.117 0.081
Si -14.335 -7.357 -5.696 -0.067 0.061 -0.072
Si -8.134 -6.632 26.023 0.075 0.02 -0.03
Si -15.618 -6.275 24.689 -0.065 -0.147 -0.014
Si -13 -3.792 -3.225 0.107 0.091 0.074
Si -7.044 4.097 -4.299 0.077 0.024 0.066
Si -0.113 -5.476 -2.122 0.001 -0.027 0.053
Si 1.568 4.194 -6.013 -0.068 -0.17 0.024
Si -2.667 4.859 -6.657 -0.023 0.003 -0.029
Si -10.983 -5.379 25.487 -0.062 -0.116 -0.089
Si -6.56 -1.092 25.489 0.076 0.093 -0.063
Si -1.751 0.874 24.628 0.053 -0.065 -0.112
Si 1.275 -5.155 -4.519 0.004 0.05 -0.045
Si 3.31 1.154 -4.077 -0.003 -0.056 0.009
Si 6.207 -3.049 24.081 -0.003 0.007 -0.154
Si -5.22 0.131 -5.075 0.017 -0.004 -0.149
Si -1.049 2.854 -4.934 0.112 0.055 0.102
Si -1.107 -6.595 -4.681 -0.036 0.122 0.023
Si 3.021 3.171 -2.038 0.039 -0.04 0.123
Si 9.436 5.14 -4.75 -0.003 -0.148 0.096
Si 2.59 -0.347 -6.624 -0.021 -0.028 0.079
Si -0.647 -1.544 26.029 0.053 0.052 -0.027
Si 5.55 -3.951 -4.723 -0.045 -0.125 -0.009
Si 2.85 -2.78 -4.804 -0.043 0.069 0.005
Si 9.735 7.666 -3.067 -0.104 -0.095 0.238
Si 10.832 -0.127 -1.751 -0.042 0.128 0.07
Si 7.045 5.784 -6.449 0.102 -0.121 -0.137
Si 5.478 -5.768 -2.186 -0.179 0.043 0.137
Si 8.249 -5.39 23.801 0 -0.075 -0.099
Si 14.545 3.708 -6.333 -0.104 0.01 -0.122
Si 15.51 1.677 -2.577 0.05 0.119 0.01
Si 11.533 4.374 -2.962 -0.034 -0.001 0.138
Si 16.298 -5.699 -1.988 -0.009 0.145 0.115
Si 15.132 -7.948 -6.944 -0.05 -0.069 -0.083
Si 12.199 -3.855 -4.687 0.064 0.132 0.058
Si 14.952 -2.75 -4.956 -0.067 -0.123 0.094
Si 17.392 3.914 -2.588 -0.097 -0.003 0.007
Si -0.093 -3.664 23.957 0.06 -0.019 -0.178
Si 19.511 -0.049 -2.165 -0.01 -0.004 0.101
Si 19.944 -7.483 -4.052 -0.011 -0.004 -0.017
Si 14.127 -5.319 -6.229 -0.031 0.122 -0.045
Si 27.309 0.082 -1.899 -0.032 0.048 0.134
Si 22.285 4.648 24.745 -0.007 0 -0.144
Si 21.229 6.455 -2.971 -0.036 0.03 0.127
Si 17.441 -3.971 -4.083 0.105 0.114 0.023
Si 26.695 -6.597 -4.363 0.024 -0.056 0.183
Si -31.593 -4.251 -4.32 -0.035 0.035 0.075
Si 29.82 2.011 -1.936 -0.025 -0.069 0.18
Si 29.617 3.391 -4.72 -0.12 0.058 -0.001
Si 25.163 4.647 25.772 0.086 -0.078 -0.087
Si 29.725 -7.287 -3.839 0.002 0.007 -0.059
Si 31.803 -5.62 -2.175 -0.045 0.036 0.053
Si 27.848 -2.241 23.969 -0.088 -0.097 0.04
Si 32.401 -4.842 25.839 0.021 0.042 -0.099
Si -24.249 6.086 -6.378 0.024 0.084 0.053
Si 32.312 6.303 -2.74 -0.05 0.037 0.179
Si -26.472 7.762 -6.86 0.065 0.035 -0.075
Si -30.189 7.733 -1.999 0.013 -0.035 0.039
Si -27.348 -4.873 -2.08 -0.07 -0.025 0.109
Si -27.657 -1.533 -4.811 0.12 0.055 0.009
Si -19.364 3.281 -5.351 -0.098 -0.008 0.102
Si -25.172 2.335 -2.006 -0.121 0.03 0.148
Si -20.264 0.502 25.821 -0.021 0.1 -0.108
Si -24.541 -2.052 -5.033 -0.058 -0.068 0.092
Si -24.43 -4.123 -2.85 0.107 -0.125 0.046
Si -15.673 -3.362 -4.557 0 -0.063 0.07
Si -19.442 2.438 -2.254 0.092 -0.022 0.128
Si -28.572 5.507 24.506 0.134 0.082 -0.154
Si -19.868 7.518 -4.224 0.038 -0.031 0.026
Si -19.633 -1.382 -5.412 0.011 -0.024 0.003
Si -21.455 0.049 -1.826 0.031 0.01 0.046
Si -14.044 3.256 -5.303 0.209 -0.023 -0.056
Si -13.989 3.003 -2.389 0.113 0.043 0.077
Si -21.67 5.267 -5.025 -0.035 0.055 -0.061
Si -11.43 4.858 -2.255 -0.016 0.001 0.119
Si -17.786 -4.867 -2.948 -0.025 0.115 0.105
Si -20.15 -4.125 -6.787 0 0.019 -0.025
Si -12.041 -1.091 -4.105 -0.039 0.005 0.038
Si -2.511 2.525 -2.329 -0.02 0.03 0.179
Si -11.143 -7.779 23.89 0.052 0.03 -0.217
Si -11.725 -6.032 -4.931 0.041 -0.001 0.077
Si -12.268 -2.963 24.464 -0.122 0.086 -0.169
Si -14.577 -0.004 -2.543 -0.027 -0.047 0.017
Si -7.269 1.376 -3.052 0.052 -0.062 0.173
Si -0.872 -0.183 -4.385 -0.057 -0.008 -0.013
Si -9.519 6.066 -4.299 -0.028 0 0.041
Si -3.926 7.972 25.55 -0.081 -0.1 0.005
Si -3.179 7.674 -2.105 0.045 0.004 0.131
Si 0.537 2.61 24.508 -0.111 -0.041 -0.208
Si 1.396 -1.341 5.419 0 -0.012 0.021
Si 4.136 1.359 5.39 0.001 -0.004 0.004
Si 1.395 4.066 5.384 -0.007 -0.023 0.001
Si 4.102 6.799 5.407 -0.001 0.003 0.004
Si 1.357 9.523 5.428 0.001 0.005 0.006
Si 4.115 -4.058 5.439 -0.008 0.001 0.006
Si 6.85 -1.337 5.419 -0.006 0.002 0.008
Si 9.546 1.382 5.428 -0.002 0.007 0.003
Si 6.818 4.096 5.402 -0.003 0.003 -0.003
Si 9.529 6.829 5.463 0.003 0.01 0.016
Si 6.84 -6.787 5.416 -0.002 -0.014 0.007
Si 9.549 -4.059 5.414 -0.007 0.004 0.007
Si 12.27 -1.353 5.448 0.008 -0.007 0.005
Si 14.979 1.361 5.535 -0.017 0.002 0.01
Si 12.245 4.103 5.487 -0.012 0.004 0.007
Si 14.989 6.84 5.482 0.001 0.007 0.002
Si 12.304 -6.803 5.481 0.008 -0.007 -0.004
Si 15.004 -4.074 5.496 -0.003 0.005 -0.002
Si 17.741 -1.373 5.554 0.001 0 0.017
Si 20.436 1.367 5.53 -0.007 -0.007 -0.001
Si 17.711 4.1 5.525 -0.014 -0.005 0.007
Si 20.445 6.802 5.535 0.008 0.006 0.006
Si 17.744 -6.769 5.49 0.01 -0.007 -0.004
Si 20.452 -4.11 5.52 0.012 0.023 0.003
Si 23.169 -1.385 5.56 -0.013 0.005 0.019
Si 25.884 1.305 5.5 -0.001 -0.021 -0.026
Si 23.151 4.08 5.524 0.017 0.019 0.006
Si 25.848 6.744 5.571 -0.011 0.016 0.008
Si 23.154 -6.831 5.593 0.007 0.007 0.012
Si 25.862 -4.097 5.597 0.007 0.005 0.005
Si 28.551 -1.376 5.581 -0.01 0.016 0.007
Si 31.249 1.37 5.521 -0.008 0.007 -0.004
Si 28.598 4.016 5.558 0.026 -0.011 0.003
Si 31.281 6.734 5.489 0.021 -0.016 -0.015
Si 28.606 -6.874 5.589 0.014 -0.003 0.02
Si 31.279 -4.129 5.552 -0.002 -0.01 0.011
Si 33.974 -1.392 5.557 0.017 -0.007 0.011
Si 36.669 1.341 5.549 0.003 0.013 0.008
Si 33.95 4.079 5.476 -0.016 -0.006 0.01
Si -28.607 6.808 5.375 -0.023 -0.001 -0.017
Si 34.014 -6.855 5.509 0.019 -0.003 0.001
Si -28.608 -4.135 5.465 0.019 -0.002 0.005
Si -25.843 -1.404 5.464 0.019 -0.014 0.013
Si -23.142 1.324 5.425 -0.003 -0.006 0.007
Si -25.857 4.091 5.49 -0.005 0.004 0.018
Si -23.165 6.826 5.386 0.009 -0.001 0.009
Si -25.91 -6.821 5.367 0.001 -0.007 -0.01
Si -23.181 -4.151 5.38 -0.002 0.006 -0.003
Si -20.423 -1.392 5.384 0.012 -0.004 -0.006
Si -17.761 1.368 5.403 -0.002 -0.002 0.001
Si -20.436 4.069 5.37 0.005 0 0.004
Si -17.725 6.801 5.359 -0.007 0.005 0.01
Si -20.43 -6.821 5.324 0 -0.017 -0.002
Si -17.726 -4.097 5.315 -0.003 0.008 0.007
Si -15.02 -1.385 5.388 -0.003 0.004 0.02
Si -12.278 1.382 5.407 -0.002 0 0.026
Si -15.02 4.128 5.398 0.012 -0.002 0.009
Si -12.308 6.883 5.382 -0.029 0.019 0.005
Si -14.97 -6.794 5.345 0.008 -0.001 0.012
Si -12.252 -4.113 5.348 0.015 -0.018 0.017
Si -9.525 -1.375 5.371 0.005 -0.013 0.004
Si -6.763 1.349 5.415 0.019 0.018 0.008
Si -9.517 4.149 5.416 0.004 -0.016 0.02
Si -6.826 6.829 5.339 -0.005 0.001 0
Si -9.576 -6.742 5.322 -0.028 0.019 0.002
Si -6.846 -4.051 5.325 -0.016 -0.002 0.001
Si -4.091 -1.355 5.343 0.014 0.002 -0.002
Si -1.366 1.372 5.353 -0.029 0.033 0.003
Si -4.087 4.081 5.359 0.027 -0.032 -0.002
Si -1.368 6.816 5.413 -0.013 0.014 0.004
Si -4.131 -6.77 5.353 -0.007 0.03 -0.001
Si -1.377 -4.092 5.403 -0.014 0.014 0.019
Si 2.757 0.016 6.77 0.002 0.008 -0.005
Si 5.468 2.724 6.773 0.008 -0.011 -0.005
Si 2.739 5.426 6.764 0.009 0.005 -0.004
Si 5.459 -8.153 6.769 -0.001 0.002 -0.006
Si 2.736 -5.438 6.776 0.001 -0.006 -0.004
Si 5.474 -2.696 6.787 0.002 0.014 0.001
Si 8.183 0.024 6.799 0 0.002 -0.003
Si 10.886 2.728 6.827 0.009 -0.008 -0.001
Si 8.165 5.445 6.796 0.001 0.006 0.001
Si 10.901 -8.143 6.825 -0.004 0.005 -0.004
Si 8.189 -5.425 6.786 0.006 0.008 -0.01
Si 10.903 -2.717 6.804 0.001 0.002 -0.009
Si 13.602 -0.002 6.855 0.003 0.004 -0.001
Si 16.344 2.734 6.874 -0.006 -0.002 -0.006
Si 13.621 5.465 6.834 0.001 -0.004 -0.008
Si 16.357 -8.127 6.844 -0.014 0.007 -0.008
Si 13.641 -5.436 6.852 0 -0.004 -0.001
Si 16.348 -2.72 6.88 0.001 -0.001 0.004
Si 19.082 0.01 6.897 0.003 -0.011 0.007
Si 21.789 2.73 6.888 -0.008 -0.003 -0.005
Si 19.073 5.45 6.887 0.003 -0.001 -0.007
Si 21.776 -8.17 6.929 -0.003 0.001 0.006
Si 19.086 -5.443 6.893 0.003 -0.003 -0.01
Si 21.788 -2.736 6.895 -0.007 0.003 0.004
Si 24.527 -0.015 6.902 -0.002 -0.013 -0.005
Si 27.221 2.665 6.894 0.005 0.011 -0.009
Si 24.494 5.407 6.928 0.011 -0.002 -0.002
Si 27.208 -8.202 6.922 -0.004 -0.007 -0.006
Si 24.506 -5.46 6.94 -0.001 -0.011 0
Si 27.203 -2.724 6.945 -0.008 -0.003 0
Si 29.909 0.012 6.903 0.005 -0.003 -0.006
Si 32.627 2.716 6.87 0.002 -0.007 -0.01
Si 29.936 5.41 6.894 -0.02 0.002 -0.004
Si 32.642 -8.214 6.849 -0.001 0.003 -0.005
Si 29.939 -5.478 6.925 0 0.001 -0.001
Si 32.625 -2.754 6.906 -0.002 0.001 -0.009
Si 35.333 -0.028 6.9 -0.009 0.003 0.004
Si -27.226 2.729 6.842 -0.003 0 0.001
Si -29.95 5.462 6.791 -0.008 0.012 -0.001
Si -27.242 -8.176 6.763 0.007 0.008 -0.015
Si -29.933 -5.474 6.862 0 -0.001 -0.004
Si -27.226 -2.76 6.805 -0.014 0.008 -0.008
Si -24.494 -0.024 6.803 -0.005 0.006 0.001
Si -21.779 2.709 6.755 0.003 -0.016 -0.006
Si -24.484 5.461 6.796 0.002 -0.006 0.001
Si -21.781 -8.155 6.731 -0.007 0 -0.006
Si -24.539 -5.482 6.754 0.008 0.003 -0.001
Si -21.81 -2.754 6.72 -0.012 0.001 -0.004
Si -19.091 -0.014 6.756 -0.009 0.009 0.001
Si -16.371 2.731 6.735 0.002 0.003 -0.005
Si -19.075 5.435 6.727 0.002 -0.004 -0.005
Si -16.349 -8.152 6.701 -0.006 0.003 -0.006
Si -19.083 -5.448 6.693 -0.012 0.01 -0.011
Si -16.378 -2.749 6.723 0.006 -0.006 -0.011
Si -13.643 -0.008 6.729 0.011 -0.002 -0.001
Si -10.89 2.745 6.733 -0.008 0.006 0.001
Si -13.641 5.484 6.735 -0.003 -0.002 0
Si -10.916 -8.099 6.719 0.003 0.005 0.001
Si -13.611 -5.455 6.722 0.012 -0.009 0
Si -10.895 -2.74 6.713 0.005 -0.002 -0.008
Si -8.165 -0.008 6.732 -0.004 0.004 -0.01
Si -5.407 2.714 6.754 0.012 0 0.019
Si -8.149 5.482 6.757 -0.004 -0.002 -0.001
Si -5.463 -8.149 6.718 0 -0.003 -0.002
Si -8.19 -5.418 6.699 0.007 -0.002 0.002
Si -5.454 -2.723 6.702 -0.005 -0.005 -0.007
Si -2.715 -0.009 6.715 0.003 0.015 0.007
Si 0.013 2.708 6.733 -0.003 -0.008 0.007
Si -2.726 5.43 6.741 -0.01 -0.006 0.012
Si -0.004 8.157 6.781 0.007 -0.006 0.004
Si -2.747 -5.452 6.745 0.006 -0.016 -0.003
Si 0.01 -2.727 6.746 0.003 -0.001 -0.006
Si 1.364 1.352 8.119 0.004 -0.002 -0.001
Si 4.087 4.065 8.139 -0.01 -0.008 -0.003
Si 1.363 6.779 8.125 -0.01 0.004 0
Si 4.084 -6.811 8.137 -0.009 -0.011 0.002
Si 1.361 -4.085 8.127 0.002 0.01 -0.001
Si 4.097 -1.352 8.146 0.008 0.003 0.004
Si 6.804 1.364 8.16 0.005 0.008 0.01
Si 9.51 4.083 8.176 -0.014 -0.015 -0.003
Si 6.798 6.802 8.153 0.003 -0.003 -0.004
Si 9.532 -6.781 8.172 0.005 0.001 -0.002
Si 6.81 -4.079 8.149 -0.004 -0.007 -0.006
Si 9.533 -1.354 8.161 0.007 0.006 -0.006
Si 12.241 1.37 8.197 0 0.003 0
Si 14.972 4.103 8.209 -0.001 -0.001 0
Si 12.247 6.81 8.195 -0.004 0.004 -0.007
Si 14.994 -6.787 8.221 0.013 0.013 0.002
Si 12.251 -4.076 8.186 -0.006 -0.003 0.001
Si 14.97 -1.356 8.218 -0.013 -0.012 -0.003
Si 17.702 1.371 8.234 -0.004 0.001 -0.01
Si 20.429 4.09 8.249 -0.008 0 -0.008
Si 17.701 6.823 8.221 0.005 0 -0.007
Si 20.422 -6.799 8.273 -0.007 -0.013 0.001
Si 17.715 -4.074 8.237 0.002 0.013 -0.003
Si 20.44 -1.354 8.248 0.008 0.005 -0.005
Si 23.157 1.367 8.24 0.014 0.015 -0.005
Si 25.872 4.049 8.257 -0.016 -0.006 -0.002
Si 23.147 6.794 8.276 0.001 0.004 -0.009
Si 25.873 -6.815 8.281 0.01 0.008 -0.003
Si 23.139 -4.086 8.273 -0.002 -0.005 -0.014
Si 25.857 -1.358 8.295 0.017 0.003 0.002
Si 28.568 1.349 8.287 -0.007 -0.012 -0.003
Si 31.292 4.067 8.255 0.014 0.004 -0.002
Si 28.579 6.768 8.263 0.001 -0.004 0
Si 31.31 -6.841 8.243 0 0.003 -0.002
Si 28.579 -4.094 8.268 -0.002 0.002 -0.005
Si 31.277 -1.361 8.244 0.004 0.002 -0.007
Si 33.98 1.355 8.233 -0.001 -0.007 0.004
Si -28.594 4.099 8.17 0.009 -0.013 -0.009
Si -31.275 6.783 8.214 0.007 0.005 -0.002
Si -28.558 -6.827 8.184 0 0.006 0.002
Si -31.279 -4.11 8.235 0 -0.001 0.001
Si -28.56 -1.397 8.202 0.001 -0.002 -0.002
Si -25.852 1.348 8.163 0.006 -0.006 -0.004
Si -23.127 4.076 8.127 0.008 0.009 -0.001
Si -25.871 6.804 8.137 0.005 -0.009 -0.004
Si -23.15 -6.816 8.106 -0.004 -0.006 -0.005
Si -25.858 -4.112 8.15 -0.002 0.004 -0.002
Si -23.128 -1.391 8.129 0 0.012 0.002
Si -20.432 1.349 8.12 -0.007 -0.005 0.004
Si -17.719 4.087 8.099 -0.008 -0.005 -0.002
Si -20.429 6.796 8.092 -0.005 -0.005 -0.001
Si -17.714 -6.797 8.06 0.004 -0.006 -0.002
Si -20.435 -4.098 8.077 0.003 0.003 -0.006
Si -17.713 -1.373 8.091 0.005 0.001 -0.005
Si -14.996 1.365 8.078 -0.003 -0.001 0.004
Si -12.266 4.104 8.072 0.004 -0.002 0
Si -15.004 6.822 8.091 0.01 0.006 0.001
Si -12.264 -6.783 8.108 -0.006 0.005 0.006
Si -14.988 -4.092 8.068 -0.004 0.004 -0.006
Si -12.261 -1.369 8.066 0.004 0.008 -0.001
Si -9.532 1.359 8.077 0.004 0.001 0.001
Si -6.793 4.08 8.089 -0.014 -0.005 -0.013
Si -9.543 6.84 8.072 0.009 0.002 -0.006
Si -6.825 -6.788 8.068 -0.008 -0.001 -0.004
Si -9.535 -4.08 8.086 -0.014 -0.008 -0.001
Si -6.801 -1.371 8.085 0.003 0.006 -0.005
Si -4.053 1.344 8.105 0.008 0.02 0.003
Si -1.351 4.066 8.098 -0.003 0 -0.004
Si -4.095 6.797 8.084 -0.002 0.01 -0.013
Si -1.379 -6.808 8.12 -0.012 0.002 0
Si -4.103 -4.085 8.089 0.001 0.001 -0.001
Si -1.361 -1.372 8.096 -0.011 -0.012 -0.005
Si 0.007 -0.028 9.472 0.002 0.008 -0.001
Si 2.717 2.701 9.499 0 0.008 0.005
Si 0.003 5.409 9.483 -0.003 -0.006 0
Si 2.718 -8.181 9.492 0.007 -0.007 -0.005
Si -0.006 -5.457 9.48 -0.005 -0.004 -0.001
Si 2.725 -2.729 9.492 0.002 0.006 -0.001
Si 5.439 0.001 9.526 0 0.005 0.001
Si 8.149 2.719 9.536 0.003 -0.002 0.004
Si 5.433 5.43 9.51 0.007 0.003 -0.002
Si 8.156 -8.155 9.516 0.008 0.008 -0.005
Si 5.438 -5.447 9.504 0.003 0.006 -0.002
Si 8.16 -2.717 9.52 -0.001 -0.003 -0.006
Si 10.876 0.002 9.543 0.003 0.005 0.004
Si 13.605 2.732 9.554 -0.005 -0.006 0.005
Si 10.875 5.442 9.54 0.006 0 -0.003
Si 13.607 -8.15 9.559 0 -0.006 -0.003
Si 10.88 -5.429 9.548 -0.004 -0.002 -0.002
Si 13.603 -2.718 9.562 0.002 0.003 0
Si 16.332 0.008 9.578 -0.002 0.008 -0.002
Si 19.058 2.733 9.595 -0.001 -0.009 -0.002
Si 16.333 5.46 9.57 0.001 0.003 -0.006
Si 19.053 -8.154 9.611 -0.004 0.011 0.001
Si 16.345 -5.43 9.589 0.002 -0.009 0.002
Si 19.067 -2.707 9.598 -0.005 0.001 -0.002
Si 21.796 0.012 9.601 -0.009 -0.017 -0.001
Si 24.505 2.718 9.621 0.007 -0.007 0
Si 21.78 5.445 9.625 0.004 0.001 0
Si 24.504 -8.16 9.635 -0.003 -0.001 0.002
Si 21.782 -5.436 9.63 -0.004 0.006 -0.001
Si 24.494 -2.72 9.633 -0.014 0.005 0.001
Si 27.216 0.001 9.648 -0.005 0 0.011
Si 29.932 2.722 9.625 -0.012 0.003 0
Si 27.219 5.423 9.623 0.008 -0.006 -0.004
Si 29.938 -8.175 9.607 -0.001 0.002 -0.001
Si 27.225 -5.443 9.63 -0.008 -0.003 0.007
Si 29.93 -2.716 9.614 -0.006 0.006 -0.003
Si 32.634 -0.003 9.603 -0.007 0.003 0.001
Si -29.928 2.733 9.555 -0.014 0.011 0
Si -32.626 5.436 9.591 -0.001 -0.008 0.001
Si -29.919 -8.167 9.557 -0.002 -0.003 0.003
Si -32.629 -5.462 9.6 0.01 -0.002 0.003
Si -29.919 -2.739 9.577 0.005 -0.001 0.002
Si -27.204 -0.009 9.534 0 -0.005 -0.001
Si -24.485 2.719 9.499 -0.005 0.001 -0.001
Si -27.216 5.448 9.518 -0.014 0.011 -0.001
Si -24.502 -8.161 9.488 0.002 0.001 -0.001
Si -27.208 -5.455 9.533 0.012 -0.006 0.002
Si -24.493 -2.739 9.491 0.002 0.006 -0.002
Si -21.78 -0.013 9.482 -0.001 0.002 0.003
Si -19.066 2.72 9.46 0.002 -0.007 0.001
Si -21.772 5.442 9.477 0.006 -0.013 0.009
Si -19.059 -8.159 9.438 -0.003 0.002 -0.002
Si -21.786 -5.449 9.456 -0.011 0.013 -0.002
Si -19.077 -2.732 9.44 -0.005 0.014 -0.004
Si -16.346 -0.003 9.437 0 -0.001 0.001
Si -13.621 2.728 9.424 0 0.002 0
Si -16.35 5.446 9.447 -0.002 -0.001 -0.005
Si -13.63 -8.152 9.444 0.008 0.003 0.004
Si -16.351 -5.446 9.429 0.001 -0.004 -0.005
Si -13.625 -2.725 9.424 0.004 -0.002 -0.003
Si -10.897 -0.007 9.427 0.006 0.005 0.002
Si -8.161 2.71 9.432 0.001 0 0.006
Si -10.894 5.455 9.424 -0.004 -0.003 0.003
Si -8.17 -8.151 9.44 -0.005 0.014 0.004
Si -10.893 -5.431 9.451 0.005 -0.005 0.01
Si -8.165 -2.729 9.444 0.004 -0.001 -0.005
Si -5.429 -0.022 9.446 0.009 0.005 0.001
Si -2.696 2.696 9.468 0.013 -0.013 0.006
Si -5.437 5.43 9.454 0.009 -0.012 0.002
Si -2.729 8.132 9.47 0.004 -0.007 0.006
Si -5.452 -5.456 9.45 0.004 0.001 0
Si -2.722 -2.744 9.453 -0.005 -0.001 0
Si 1.354 -1.388 10.856 -0.007 -0.008 0.002
Si 4.057 1.34 10.889 -0.003 0 0.008
Si 1.35 4.046 10.867 -0.004 -0.002 0.007
Si 4.058 -9.546 10.872 -0.008 0.004 0.003
Si 1.346 -6.827 10.848 -0.007 -0.005 0
Si 4.068 -4.097 10.867 -0.003 -0.004 0.003
Si 6.787 -1.373 10.889 0.002 0.001 0.001
Si 9.502 1.351 10.899 -0.006 0.004 0
Si 6.772 4.067 10.892 0.003 -0.002 0.002
Si 9.502 -9.52 10.89 -0.005 0.001 -0.003
Si 6.782 -6.81 10.88 0 -0.013 -0.001
Si 9.502 -4.076 10.901 0.007 0.006 0.001
Si 12.235 -1.353 10.911 -0.005 -0.002 0
Si 14.966 1.376 10.92 0.001 0.003 -0.001
Si 12.23 4.08 10.908 0.005 -0.002 0.002
Si 14.964 -9.509 10.926 0.002 -0.001 0
Si 12.233 -6.792 10.911 -0.004 0.01 0.003
Si 14.968 -4.067 10.929 0.001 0.002 0.002
Si 17.701 -1.341 10.945 0.006 -0.009 0
Si 20.424 1.375 10.949 0.005 0.013 -0.007
Si 17.693 4.104 10.938 -0.003 0.005 -0.002
Si 20.423 -9.503 10.974 -0.008 -0.003 -0.002
Si 17.697 -6.784 10.959 0.004 -0.004 0.004
Si 20.424 -4.058 10.969 0.001 0.001 -0.003
Si 23.144 -1.34 10.977 0.006 0.009 0
Si 25.863 1.376 10.994 -0.003 -0.005 0.004
Si 23.151 4.093 10.976 0.001 -0.001 -0.003
Si 25.872 -9.517 10.983 -0.001 0 -0.002
Si 23.15 -6.786 10.991 0.002 0.005 0.001
Si 25.867 -4.073 10.983 0.011 -0.003 -0.002
Si 28.585 -1.355 10.99 -0.006 0 0.001
Si 31.291 1.36 10.977 0.002 -0.008 0.001
Si 28.584 4.088 10.99 0.002 -0.001 0.006
Si 31.304 -9.523 10.961 0.011 -0.007 -0.003
Si 28.595 -6.799 10.972 0.009 0.009 -0.005
Si 31.299 -4.08 10.952 -0.007 0.003 -0.009
Si 34.009 -1.367 10.938 0.003 0 -0.002
Si -28.559 1.365 10.893 0.001 0.001 -0.002
Si -31.27 4.083 10.942 -0.002 0.001 0
Si -28.558 -9.523 10.905 0.003 0.001 0.003
Si -31.26 -6.813 10.942 0.012 0 0.005
Si -28.556 -4.102 10.917 -0.001 0.003 0.004
Si -25.836 -1.374 10.869 0.006 0.001 0
Si -23.124 1.354 10.849 0.006 -0.019 -0.001
Si -25.846 4.082 10.859 0.009 -0.016 -0.004
Si -23.139 -9.521 10.836 -0.019 -0.004 -0.002
Si -25.842 -6.808 10.876 0.001 0.009 0
Si -23.128 -4.093 10.84 0.004 0.005 0.005
Si -20.41 -1.37 10.823 0.001 0 0.003
Si -17.694 1.362 10.802 -0.005 0.002 0.003
Si -20.411 4.081 10.831 0.004 -0.001 0.005
Si -17.7 -9.514 10.807 0.006 -0.009 0
Si -20.418 -6.807 10.808 0.001 -0.006 -0.002
Si -17.708 -4.085 10.791 -0.002 0.016 -0.006
Si -14.978 -1.361 10.786 0.002 0.007 -0.001
Si -12.256 1.363 10.779 0.003 -0.004 0.002
Si -14.977 4.083 10.79 0.001 -0.006 0
Si -12.263 -9.518 10.784 -0.014 0.01 0.001
Si -14.992 -6.796 10.797 -0.003 -0.003 0.003
Si -12.264 -4.074 10.793 0.009 -0.004 0.001
Si -9.535 -1.368 10.793 0 0.007 0.002
Si -6.8 1.339 10.791 0.003 0.001 -0.006
Si -9.532 4.075 10.772 0.009 -0.007 -0.006
Si -6.808 -9.527 10.798 -0.009 -0.005 -0.011
Si -9.533 -6.802 10.796 -0.002 0.002 0
Si -6.808 -4.095 10.808 -0.01 -0.005 0.001
Si -4.077 -1.39 10.817 0.006 0 -0.002
Si -1.348 1.326 10.838 -0.004 0.007 0.004
Si -4.076 4.055 10.809 -0.002 0.007 -0.005
Si -1.369 6.76 10.837 -0.002 0.003 0
Si -4.091 9.494 10.822 -0.013 0.002 0
Si -1.372 -4.107 10.839 -0.003 0.011 0
Si 2.695 -0.038 12.249 -0.001 -0.001 0
Si 5.407 2.702 12.261 0.005 0.01 0.002
Si 2.703 5.401 12.24 0.007 0.009 0.003
Si 5.41 -8.179 12.233 0.008 -0.002 -0.011
Si 2.7 -5.468 12.22 0.004 0.001 -0.004
Si 5.414 -2.738 12.247 0.007 0.002 -0.006
Si 8.137 -0.011 12.26 0.008 -0.001 -0.004
Si 10.862 2.711 12.257 -0.005 -0.012 -0.001
Si 8.131 5.434 12.244 0.007 0.005 -0.001
Si 10.856 -8.159 12.257 0.006 -0.005 -0.006
Si 8.126 -5.444 12.252 -0.001 -0.005 -0.002
Si 10.858 -2.71 12.262 0 0.001 -0.002
Si 13.603 0.008 12.267 -0.001 0.001 -0.001
Si 16.326 2.739 12.283 0.002 -0.003 -0.004
Si 13.597 5.437 12.268 -0.008 0.003 0
Si 16.321 -8.147 12.292 -0.002 0.007 -0.002
Si 13.59 -5.427 12.271 0.004 -0.006 -0.004
Si 16.335 -2.706 12.29 -0.003 0.006 -0.001
Si 19.062 0.023 12.309 0.002 0.004 -0.001
Si 21.779 2.733 12.313 -0.008 -0.011 -0.005
Si 19.05 5.458 12.313 0.004 -0.006 0
Si 21.783 -8.14 12.342 -0.003 -0.002 0
Si 19.063 -5.42 12.317 -0.005 0.002 -0.004
Si 21.779 -2.69 12.329 -0.008 -0.003 -0.003
Si 24.502 0.019 12.341 -0.002 -0.004 0.005
Si 27.223 2.74 12.35 -0.007 0 0.002
Si 24.506 5.459 12.342 -0.002 -0.003 0.002
Si 27.234 -8.144 12.334 0.007 -0.001 0
Si 24.512 -5.419 12.35 -0.005 0.005 0.001
Si 27.224 -2.709 12.341 -0.007 0.001 0.005
Si 29.938 0.011 12.351 -0.008 -0.003 0.002
Si 32.654 2.737 12.314 0 0.002 0.002
Si 29.947 5.46 12.337 0.004 0.007 0
Si 32.664 -8.159 12.311 -0.008 0.005 -0.005
Si 29.948 -5.427 12.325 0 0.005 0.001
Si 32.655 -2.721 12.31 -0.006 -0.008 0.002
Si 35.367 0.016 12.272 -0.004 -0.001 0.003
Si -27.196 2.733 12.24 0 0.001 0.001
Si -29.911 5.452 12.284 -0.001 -0.003 0.001
Si -27.203 -8.153 12.25 0.007 -0.002 0
Si -29.907 -5.451 12.299 -0.007 -0.005 0.007
Si -27.188 -2.725 12.245 0.001 0.003 -0.001
Si -24.475 -0.006 12.213 -0.003 0.005 -0.001
Si -21.764 2.723 12.199 -0.007 -0.004 0.004
Si -24.491 5.449 12.212 -0.001 0.004 0.002
Si -21.772 -8.159 12.183 -0.004 0 -0.004
Si -24.48 -5.443 12.217 0 0.004 0.002
Si -21.762 -2.73 12.187 -0.001 0.012 -0.005
Si -19.047 0.006 12.164 0.009 -0.003 -0.002
Si -16.327 2.72 12.154 -0.001 -0.002 -0.007
Si -19.044 5.444 12.176 -0.003 0.002 -0.001
Si -16.335 -8.16 12.165 -0.001 0.006 0.001
Si -19.057 -5.443 12.162 0.003 0.002 -0.001
Si -16.345 -2.718 12.139 -0.005 -0.006 -0.005
Si -13.613 0.002 12.138 -0.004 -0.002 0.002
Si -10.891 2.72 12.138 0.001 0.004 0.003
Si -13.619 5.447 12.144 0.013 -0.011 0.003
Si -10.899 -8.166 12.137 0.012 -0.001 0.007
Si -13.625 -5.438 12.143 -0.006 0.008 0.003
Si -10.901 -2.724 12.156 -0.002 -0.003 0.004
Si -8.164 -0.018 12.149 0.008 0.004 0
Si -5.434 2.683 12.158 0.005 0 0
Si -8.169 5.417 12.137 -0.005 -0.001 0.007
Si -5.443 -8.197 12.182 -0.001 0.001 0.007
Si -8.171 -5.459 12.158 -0.001 0.003 0.004
Si -5.437 -2.753 12.175 0.012 0.01 0.006
Si -2.707 -0.05 12.185 0.01 0.01 -0.002
Si 0.001 2.663 12.231 0.001 -0.008 0.001
Si -2.722 5.384 12.198 -0.006 -0.017 0.001
Si -0.006 8.111 12.205 -0.005 -0.003 -0.002
Si -2.724 -5.486 12.2 0.004 -0.004 0.002
Si -0.005 -2.764 12.212 0.001 0.004 -0.002
Si 1.33 1.296 13.634 -0.006 0.005 0.013
Si 4.034 4.039 13.638 -0.007 0 0.013
Si 1.334 6.75 13.599 -0.01 0.004 0.005
Si 4.042 -6.83 13.597 0.001 -0.007 0.001
Si 1.335 -4.131 13.597 -0.007 0.004 0.002
Si 4.04 -1.405 13.626 -0.002 -0.006 0.007
Si 6.757 1.327 13.622 0.004 -0.003 0.003
Si 9.483 4.065 13.602 0.002 0.007 0.001
Si 6.745 -9.55 13.604 -0.004 0.01 0.003
Si 9.475 -6.81 13.615 0.004 -0.001 0.01
Si 6.755 -4.098 13.625 -0.005 0.004 0.007
Si 9.495 -1.361 13.632 0.003 0 0.008
Si 12.229 1.358 13.62 -0.001 0.003 0.005
Si 14.956 4.084 13.643 0.005 -0.003 0.001
Si 12.223 -9.523 13.607 0.003 -0.007 0.004
Si 14.954 -6.779 13.63 -0.005 0 0.007
Si 12.219 -4.064 13.618 -0.009 0.01 0.002
Si 14.973 -1.338 13.633 0.005 -0.005 0.006
Si 17.695 1.395 13.649 -0.002 0.014 0.002
Si 20.422 4.101 13.662 0.01 -0.006 0.001
Si 17.682 -9.497 13.658 -0.003 0.005 0.007
Si 20.424 -6.766 13.689 -0.003 0.01 0.002
Si 17.703 -4.051 13.66 0.008 -0.016 0.005
Si 20.428 -1.318 13.685 0.002 -0.005 0.003
Si 23.136 1.388 13.683 0 0.004 -0.002
Si 25.872 4.115 13.705 0.002 0.001 0.004
Si 23.156 -9.487 13.702 0 -0.004 0.009
Si 25.889 -6.773 13.7 0.01 0.002 0.003
Si 23.154 -4.031 13.687 -0.003 0.018 0
Si 25.874 -1.331 13.693 0 -0.002 0.001
Si 28.586 1.39 13.71 -0.001 -0.006 0.007
Si 31.31 4.103 13.688 0 -0.004 0.003
Si 28.606 -9.479 13.698 0.001 -0.002 0.002
Si 31.315 -6.786 13.669 0.004 0.007 -0.002
Si 28.597 -4.06 13.69 0.003 -0.007 -0.003
Si 31.313 -1.354 13.687 0.003 -0.005 0.003
Si 34.025 1.381 13.653 -0.009 0.001 0.001
Si -28.544 4.094 13.622 0.004 0.008 0.002
Si 34.028 -9.509 13.667 0.004 -0.006 0.003
Si -28.545 -6.812 13.651 0.008 -0.005 0.005
Si 34.005 -4.097 13.66 0.01 0.007 0.005
Si 36.736 -1.356 13.601 0.006 0.001 0.004
Si -25.825 1.365 13.571 0.006 -0.017 0.001
Si -23.12 4.095 13.556 -0.006 -0.001 0.002
Si -25.847 -9.517 13.588 -0.009 0.003 -0.005
Si -23.117 -6.802 13.562 0.002 -0.002 0.005
Si -25.832 -4.093 13.595 0.008 0.007 0.002
Si -23.111 -1.373 13.556 0.007 -0.006 -0.001
Si -20.388 1.363 13.542 0.005 0 0.007
Si -17.666 4.088 13.521 0.01 -0.013 0.003
Si -20.41 -9.522 13.532 0.004 -0.007 0.002
Si -17.695 -6.799 13.517 0 -0.005 0
Si -20.404 -4.089 13.542 -0.008 0.006 0.006
Si -17.683 -1.351 13.511 0.006 0.008 0.003
Si -14.964 1.358 13.507 0.001 -0.005 0.005
Si -12.252 4.091 13.491 -0.01 0.007 -0.002
Si -14.964 -9.515 13.522 -0.011 -0.007 0.002
Si -12.265 -6.808 13.489 0.002 -0.002 0.003
Si -14.987 -4.076 13.492 -0.012 0.009 0.003
Si -12.264 -1.357 13.507 0.008 0.009 0.005
Si -9.527 1.352 13.493 0.003 -0.002 0
Si -6.809 4.046 13.494 0.005 -0.005 -0.008
Si -9.545 -9.547 13.478 -0.005 -0.002 -0.008
Si -6.819 -6.83 13.517 -0.013 0.012 -0.004
Si -9.547 -4.108 13.503 0.011 -0.003 0.001
Si -6.809 -1.387 13.513 -0.011 0.003 -0.001
Si -4.078 1.309 13.521 -0.001 -0.007 -0.007
Si -1.384 4.005 13.578 -0.001 0.007 0.003
Si -4.087 6.741 13.55 -0.001 -0.002 0.004
Si -1.366 9.456 13.569 0.001 -0.007 0.002
Si -4.088 -4.123 13.551 -0.009 0.002 0.007
Si -1.358 -1.408 13.575 -0.007 -0.002 -0.002
Si -0.023 -0.089 15.008 0.007 -0.008 0.007
Si 2.679 2.653 15.01 0.006 0.006 0
Si -0.027 5.356 14.942 0 -0.008 0.009
Si 2.693 8.116 14.964 0.002 0.003 -0.003
Si -0.003 -5.528 14.953 -0.001 -0.003 -0.002
Si 2.673 -2.778 14.993 0.002 -0.009 0.003
Si 5.389 -0.037 14.993 0.005 0.012 0.004
Si 8.118 2.702 14.964 -0.002 0 0.002
Si 5.393 5.411 14.995 0.007 0.006 0
Si 8.083 -8.177 14.959 0.003 -0.006 0.001
Si 5.366 -5.456 14.981 -0.002 -0.001 -0.001
Si 8.118 -2.728 14.978 0.006 -0.003 -0.003
Si 10.877 -0.004 14.986 0.001 -0.004 -0.002
Si 13.587 2.712 14.989 -0.004 -0.007 0.003
Si 10.857 5.422 14.947 0.005 0.009 0
Si 13.587 -8.157 14.959 -0.002 0.001 0
Si 10.841 -5.432 14.955 0.004 0.004 -0.004
Si 13.595 -2.7 14.967 0.001 -0.002 0.002
Si 16.331 0.033 14.996 0.003 -0.006 0
Si 19.061 2.748 15.019 -0.002 -0.004 -0.001
Si 16.32 5.449 15.001 -0.005 -0.007 0.008
Si 19.035 -8.125 15.021 -0.002 -0.002 0.005
Si 16.321 -5.415 14.986 -0.004 0.006 0.001
Si 19.059 -2.677 15.024 -0.002 0.007 0.001
Si 21.792 0.038 15.061 -0.006 0.005 0.01
Si 24.491 2.752 15.036 -0.004 -0.002 0.001
Si 21.778 5.461 15.027 -0.007 -0.004 -0.006
Si 24.533 -8.124 15.062 -0.009 -0.004 0
Si 21.797 -5.388 15.034 0 -0.002 -0.001
Si 24.505 -2.662 15.059 -0.003 -0.011 0.001
Si 27.227 0.026 15.061 -0.009 0.006 0.006
Si 29.947 2.766 15.061 -0.008 0.003 0.006
Si 27.243 5.491 15.049 0 0 0.005
Si 29.96 -8.101 15.058 0.009 0.006 -0.004
Si 27.245 -5.401 15.063 -0.009 -0.001 0.007
Si 29.963 -2.715 15.056 -0.001 0 0.012
Si 32.668 0.035 15.024 0.004 0.006 0.003
Si 35.392 2.746 14.999 -0.001 -0.003 0.008
Si 32.672 5.47 15.039 -0.011 -0.001 0.003
Si 35.378 -8.156 15.042 0.006 0.007 0.015
Si 32.667 -5.458 15.056 -0.009 -0.007 0.006
Si 35.38 -2.716 14.962 -0.007 0.007 -0.007
Si 38.11 0.007 14.938 -0.004 0.008 0.003
Si -24.489 2.755 14.917 0.006 0.003 0.005
Si -27.217 5.484 14.98 0.015 0.005 0.011
Si -24.474 -8.162 14.921 -0.006 -0.002 -0.001
Si -27.177 -5.443 14.984 0.002 0.006 0
Si -24.45 -2.741 14.93 0.001 0.01 0
Si -21.753 0.001 14.892 -0.003 -0.004 0.002
Si -19.009 2.728 14.885 0.012 0.006 0.004
Si -21.745 5.44 14.915 -0.01 0.004 0.006
Si -19.06 -8.149 14.875 0.006 0.01 0
Si -21.761 -5.441 14.921 0.007 0.003 0.012
Si -19.033 -2.712 14.868 0.004 -0.007 -0.004
Si -16.314 -0.003 14.875 -0.006 -0.003 0.007
Si -13.609 2.74 14.844 0.015 0.004 0
Si -16.318 5.452 14.89 0.002 0.005 0.007
Si -13.589 -8.164 14.878 0.004 0.013 0.009
Si -16.319 -5.446 14.86 -0.013 0.004 -0.005
Si -13.647 -2.71 14.854 -0.01 -0.006 0.005
Si -10.889 -0.001 14.852 -0.006 -0.001 0.004
Si -8.172 2.707 14.86 0.002 0 0.007
Si -10.904 5.447 14.863 0.005 -0.015 0.005
Si -8.196 -8.206 14.837 0.002 -0.004 0.011
Si -10.921 -5.462 14.857 0.002 0.003 0.003
Si -8.177 -2.76 14.849 -0.001 -0.001 0.004
Si -5.441 -0.038 14.875 0.011 0.009 0.003
Si -2.726 2.608 14.938 0.003 -0.009 0.007
Si -5.453 5.36 14.889 -0.003 -0.003 0.01
Si -2.713 8.072 14.927 0.01 -0.006 0.007
Si -5.461 -5.492 14.895 0.005 -0.011 0.013
Si -2.71 -2.782 14.919 0.019 0.011 0.001
O 1.456 -7.006 23.428 -0.25 -0.412 0.483
O 1.952 -0.54 22.891 0.345 0.284 0.18
O 1.797 1.624 24.369 0.002 0.348 0.448
O 5.44 2.756 22.054 -0.154 0.053 0.605
O -3.034 -0.307 21.986 0.163 -0.085 0.377
O -2.211 6.262 22.87 0.191 0.138 0.229
O 7.362 -6.559 -5.335 -0.157 0.233 0.147
O 0.239 3.229 23.032 -0.317 -0.34 -0.182
O 0.791 -0.816 25.971 -0.223 0.222 -0.506
O 2.138 -4.113 -5.381 -0.065 -0.095 -0.474
O 4.901 1.311 -4.247 0.508 -0.371 0.403
O 6.917 -1.948 23.146 0.17 0.056 0.311
O 11.759 3.666 22.865 0.271 -0.236 0.155
O 13.44 7.591 25.484 0.154 0.183 -0.388
O 12.946 -7.236 -1.198 0.203 -0.066 -0.248
O 3.235 -6.1 25.229 -0.137 0.233 -0.005
O 8.81 6.501 23.075 -0.259 0.236 0.392
O 13.392 -5.682 25.346 -0.144 -0.329 -0.077
O 7.57 -6.637 23.018 0.336 -0.302 0.181
O 9.183 -4.543 22.821 0.098 0.141 0.251
O 15.048 -4.007 -5.997 0.217 -0.081 -0.168
O 18.132 4.448 23.163 0.196 -0.006 0.41
O 12.268 7.402 -5.574 0.255 0.015 -0.027
O 13.541 5.501 22.171 -0.038 -0.18 0.507
O 15.054 7.605 22.81 -0.455 0.309 0.289
O 21.926 -5.605 -6.961 0.138 -0.332 -0.168
O 10.671 8.093 22.137 0.134 0.09 0.448
O 13.448 -2.851 -4.317 0.047 0.249 0.211
O 15.953 -3.308 22.704 -0.014 -0.035 0.122
O 20.564 2.098 23.103 0.265 0.602 -0.079
O 22.875 4.443 -1.084 -0.743 0.408 -0.23
O 21.817 6.192 24.937 0.365 0.048 0.359
O 20.141 6.639 22.992 -0.647 -0.236 0.178
O 21.812 -8.056 22.038 0.12 0.053 0.319
O 19.042 -5.36 22.133 -0.052 -0.046 0.416
O 20.982 -3.726 22.863 0.228 -0.069 0.183
O 21.026 3.715 25.137 -0.555 0.284 0.201
O 24.524 0.055 22.308 0.092 -0.05 0.259
O 30.636 2.855 -5.868 -0.077 0.38 -0.635
O 28.109 3.602 23.026 -0.018 -0.304 0.131
O 28.299 -7.134 23.316 0.091 -0.074 0.232
O 23.377 -6.343 23.087 -0.343 0.347 0.468
O 28.142 6.634 -5.819 0.466 -0.241 -0.221
O 25.053 -4.363 23.144 -0.242 0.346 0.199
O 28.777 -3.166 24.905 0.371 -0.168 0.097
O 32.412 2.429 22.228 0.012 -0.066 0.489
O -31.396 -2.05 22.953 0.271 -0.271 0.086
O 31.521 6.906 23.576 0.153 0.428 0.041
O -28.812 6.365 23.158 -0.542 0.065 0.246
O -32.612 4.763 -3.128 -0.364 -0.566 -0.417
O 30.477 -2.29 -5.973 0.492 0.03 -0.172
O 29.978 -5.321 22.299 0.293 0.05 0.062
O 31.554 -3.309 23 -0.489 -0.085 0.393
O -29.82 -0.02 22.209 -0.154 -0.055 0.174
O -27.972 1.597 23.167 0.272 -0.291 0.562
O -28.672 1.617 -7.08 0.165 0.19 -0.297
O -31.688 -7 23.083 -0.279 -0.219 0.082
O -29.878 -5.327 22.25 0.07 0.04 0.558
O -21.825 0.464 25.411 0.138 -0.306 0.029
O -16.682 0.565 -5.692 -0.53 0.3 -0.127
O -20.216 4.665 22.952 -0.504 0.037 0.228
O -23.613 2.38 25.077 0.382 0.273 -0.149
O -25.997 3.27 22.781 0.149 -0.204 0.155
O -24.488 5.318 22.182 -0.083 -0.347 0.391
O -22.958 -6.674 23.369 0.122 -0.035 -0.046
O -23.612 -2.549 24.622 0.534 0.161 -0.17
O -21.928 -2.82 22.033 -0.092 -0.039 0.249
O -16.234 -2.74 21.692 0.064 -0.245 0.317
O -14.998 -6.425 -1.708 -0.052 0.504 -0.235
O -16.804 1.773 22.642 0.658 -0.516 0.126
O -17.691 4.193 22.75 -0.07 0.157 -0.92
O -18.404 6.63 22.882 -0.413 0.447 0.472
O -14.875 -6.809 23.34 0.364 0.164 0.327
O -20.946 -8.036 22.609 -0.1 -0.492 0.196
O -19.362 -6.075 22.922 0.234 0.276 0.032
O -23.695 -0.689 -5.195 -0.273 0.41 -0.269
O -21.89 -4.018 25.81 0.007 0.303 -0.306
O -11.693 -0.239 -5.443 0.502 0.011 -0.182
O -15 -1.038 23.09 0.656 -0.018 0.384
O -12.427 0.824 22.917 -0.735 0.203 0.112
O -10.763 2.764 22.162 -0.198 -0.035 0.532
O -15.138 3.744 23.093 -0.01 -0.042 0.583
O -13.522 5.537 22.187 0.022 0.24 0.324
O -12.111 7.628 22.982 0.009 0.191 0.458
O -16.449 8.093 22.051 0.129 0.043 0.512
O -15.174 -4.73 24.705 0.142 0.248 -0.547
O -11.751 -6.364 24.421 -0.4 0.238 -0.258
O -5.645 2.603 22.114 0.179 -0.155 0.153
O -4.212 6.683 24.6 -0.406 0.052 -0.273
O 7.579 5.44 25.278 0.128 0.142 0.329
O -8.658 4.325 22.958 0.241 -0.191 0.174
O -6.766 4.6 24.943 0.381 0.261 -0.036
O -6.344 7.215 -3.074 0.31 0.184 -0.388
O -15.977 7.781 -2.859 0.43 -0.192 0.222
O -9.831 -7.425 22.989 0.478 -0.023 0.468
O -8.274 -5.469 22.055 0.165 -0.122 0.663
O -6.659 -3.495 22.562 0.125 0.237 -0.06
O -4.474 -2.224 23.061 0.384 -0.122 0.575
O 5.661 6.295 -3.294 0.169 0.048 -0.769
O -0.823 -1.303 -5.558 -0.379 -0.52 0.304
O -10.746 -2.708 21.898 0.138 0.094 0.348
O -0.239 7.875 22.206 0 -0.025 0.269
O 3.415 7.563 -3.839 -0.577 -0.352 -0.314
O 7.316 1.951 -4.947 0.131 0.431 -0.357
O 0.301 -2.554 22.836 -0.284 0 -0.083
O 8.808 -4.879 -3.896 -0.219 0.213 0.028
O -14.072 0.296 -6.216 -0.048 -0.572 0.03
O 11.213 -3.902 -3.4 0.13 0.02 0.309
O -2.03 6.16 -5.935 -0.103 -0.05 0.586
O -9.809 6.77 -5.73 -0.666 0.068 0.141
O -25.728 3.751 -1.471 -0.201 0.036 -0.504
O -2.047 3.538 -6.001 -0.057 -0.455 0.013
O 14.008 1.329 -3.064 -0.421 -0.582 0.457
O 13.733 -2.69 -0.421 -0.092 -0.019 -0.474
O 10.398 1.342 -1.229 0.319 0.417 -0.237
O 31.116 1.148 -1.497 0.17 -0.143 -0.38
O 15.769 4.588 -5.786 -0.093 -0.069 0.274
O -1.738 7.276 -1.472 0.536 0.039 -0.404
O 29.609 3.042 -0.704 0.481 -0.014 0.125
O -28.493 -3.878 -1.509 0.001 0.185 -0.367
O -1.907 -0.677 -3.248 0.407 -0.489 0.466
O 15.586 -1.9 24.885 -0.135 0.151 -0.181
O 17.084 -6.911 22.942 0.074 0.274 0.287
O 16.686 5.194 25.266 -0.392 -0.369 -0.176
O 18.236 -0.753 -1.413 -0.391 0.113 -0.252
O 26.263 1.421 -6.385 0.149 -0.209 0.071
O 17.581 -6.057 -1.078 0.479 0.178 -0.434
O -3.493 1.371 -2.912 -0.651 0.271 -0.475
O -29.752 -7.964 -3.416 0.421 0.588 -0.002
O -32.43 -6.355 25.521 -0.059 -0.182 0.014
O 25.879 4.224 24.369 0.011 0.254 -0.268
O -30.811 -0.401 25.483 0.049 0.177 -0.306
O -16.074 0.121 -3.19 -0.435 0.341 0.093
O 18.804 2.194 25.154 -0.128 0.318 -0.37
O 21.317 -4.154 -3.879 0.023 0.223 -0.2
O -13.391 -0.426 -3.54 -0.049 0.196 -0.154
O 23.882 -4.393 -3.238 -0.033 -0.125 0.197
O 21.354 -0.622 -6.277 0.196 -0.505 0.632
O 23.253 -3.771 -5.643 0.427 0.443 0.16
O 29.859 5.393 22.321 -0.143 -0.003 0.387
O -17.638 -1.131 23.702 -0.012 -0.505 0.072
O 29.809 -2.688 -0.287 0.225 -0.153 -0.321
O 15.878 3.282 -2.546 -0.28 0.436 -0.334
O 19.097 -8.129 -0.415 0.001 -0.066 -0.413
O 26.457 -3.203 -6.746 -0.556 -0.209 -0.103
O -3.997 -0.845 -1.517 -0.3 0.122 -0.166
O -12.633 -3.61 -1.652 -0.116 0.304 -0.148
O 16.574 0.984 -3.569 -0.175 -0.628 -0.263
O -12.341 -2.676 -4.208 0.128 -0.224 -0.578
O 32.37 1.071 -7.005 -0.276 0.367 -0.331
O -9.053 7.102 -3.15 -0.186 0.128 0.573
O -30.366 1.845 -5.119 0.234 -0.056 -0.114
O -31.034 3.904 23.314 0.429 0.228 -0.056
O -31.028 2.963 25.803 -0.552 -0.177 -0.127
O 19.992 1.223 -1.245 -0.274 0.482 -0.328
O -31.735 -7.902 -5.217 0.058 0.276 -0.257
O -23.651 -7.785 -3.463 0.307 -0.159 -0.521
O 27.242 -3.155 -4.226 -0.274 -0.02 0.4
O 27.229 -3.036 22.701 0.327 -0.037 -0.038
O -15.042 -3.795 -5.98 0.193 -0.479 0.002
O -28.309 -3 -4.621 -0.409 -0.036 0.171
O -26.29 2.366 25.175 -0.344 -0.413 0.431
O -15.94 -1.804 -4.784 0.496 0.1 -0.273
O -14.568 -1.153 -1.387 -0.029 -0.614 -0.137
O -11.017 -5.191 -0.29 0.026 0.193 0.059
O 2.818 -2.867 -0.502 -0.067 -0.106 -0.275
O -29.929 4.541 -3.301 0.447 0.186 0.12
O -21.656 2.739 22.011 -0.251 0.168 0.151
O -27.758 -5.357 -3.562 0.154 -0.518 -0.221
O 26.655 -1.545 24.827 -0.511 0.53 -0.04
O -31.628 7.047 -2.224 -0.021 -0.034 0.316
O -2.322 8.022 25.705 0.415 0.402 -0.493
O -24.863 7.473 -7.005 0.202 0.513 -0.14
O 29.588 -7.988 -0.371 -0.356 0.162 -0.284
O -17.569 6.197 -1.664 -0.154 -0.749 0.028
O -22.588 4.151 -4.305 -0.203 -0.01 0.316
O 5.768 3.787 -4.034 -0.144 0.02 -0.322
O -27.362 -7.505 25.745 0.472 0.214 -0.138
O -16.192 5.626 -6.704 0.295 0.099 -0.421
O -22.975 6.993 23.351 0.084 -0.198 0.797
O 5.917 -4.958 -3.509 0.496 0.149 0.099
O -0.955 -6.491 -3.064 -0.528 -0.472 0.491
O -22.624 -0.175 -2.896 -0.625 0.066 0.162
O -15.122 2.641 -6.342 -0.232 0.256 -0.333
O -1.108 -4.528 -1.315 0.059 0.147 -0.152
O 29.281 7.486 -3.566 0.276 -0.176 0.203
O -15.923 -2.254 25.304 0.034 -0.152 0.358
O 6.728 -2.91 -5.06 0.464 -0.143 0.33
O -14.663 3.028 -3.841 -0.437 0.027 -0.191
O -5.288 -8.063 22.142 0.124 0.111 0.499
O -10.243 4.356 -1.274 0.324 0.195 -0.465
O -17.764 -4.114 23.149 -0.062 0.282 0.44
O -31.131 -0.116 -3.501 0.134 -0.262 0.458
O 9.953 4.327 -3.424 -0.465 -0.432 0.311
O 0.494 3.337 -5.154 0.292 -0.482 0.258
O -11.199 0.411 -0.345 -0.101 -0.015 -0.442
O -14.612 -3.697 -3.384 -0.291 0.042 0.264
O 10.701 -2.698 21.84 -0.222 0.202 -0.065
O 2.166 -6.441 -4.107 0.054 -0.083 0.372
O 14.351 -5.31 22.814 0.127 -0.522 0.119
O 25.616 -4.44 -1.308 -0.16 0.591 -0.109
O -32.595 -6.453 -1.123 -0.338 -0.008 0.03
O -28.856 3.929 -5.638 0.3 0.175 0.064
O -8.259 5.107 -4.534 -0.007 0.113 -0.112
O -8.117 -7.865 -6.975 0.538 -0.242 -0.012
O -0.666 1.863 25.293 -0.085 0.145 0.725
O 8.195 -8.086 25.7 0.057 -0.255 -0.702
O 5.537 5.221 -6.539 -0.223 0.486 0.233
O -9.451 -5.849 25.565 0.045 0.2 -0.028
O 5.172 -4.645 -6.142 -0.062 0.296 -0.426
O 5.331 2.697 -6.476 -0.097 -0.395 -0.198
O 2.658 0.828 -5.519 -0.051 0.373 -0.153
O -5.571 2.379 25.313 -0.186 -0.309 -0.58
O 7.039 -4.425 24.257 -0.105 -0.205 0.599
O -28.474 0.57 -1.177 -0.13 -0.366 -0.522
O -19.175 2.976 -3.761 0.076 -0.111 -0.149
O -24.196 -5.111 25.085 -0.275 -0.294 0.499
O -8.943 -4.634 -3.189 -0.406 0.275 -0.332
O 4.274 -3.13 -4.165 0.285 0.216 0.78
O -6.142 1.006 -4.117 0.219 0.404 -0.258
O 11.109 3.07 25.255 0.167 -0.384 0.214
O -2.507 4.649 24.92 0.724 -0.478 0.026
O 28.784 -4.293 -6.104 0.327 -0.424 0.48
O 10.878 -7.962 25.508 0.035 0.064 -0.525
O 0.539 0.018 -3.649 0.115 0.541 -0.193
O 31.812 6.903 -4.14 -0.343 -0.091 -0.091
O -28.492 -0.765 -5.963 -0.397 0.126 -0.07
O 23.605 -6.208 -1.387 -0.591 -0.202 -0.312
O 11.247 -8.141 -3.268 0.239 0.624 0.157
O 19.671 -2.608 -6.746 0.03 -0.062 0.551
O 15.402 -7.009 -2.06 0.302 -0.228 -0.043
O 21.082 1.148 25.455 0.09 -0.185 -0.124
O 9.64 1.093 -5.062 0.087 0.52 -0.224
O -28.361 -3.612 23.49 -0.324 -0.175 0.421
O 26.184 1.84 23.255 -0.058 -0.219 0.672
O 27.542 -5.866 -0.32 0.214 -0.149 -0.384
O 22.018 1.595 -5.032 -0.666 0.317 -0.05
O -10.327 -6.612 -4.325 0.213 -0.231 -0.25
O -22.123 0.353 -0.4 0.33 -0.112 0.481
O -24.8 -1.085 22.704 0.639 0.39 0.069
O 25.686 -6.389 -3.108 0.035 -0.609 -0.218
O 20.022 5.656 -3.717 0.122 -0.568 -0.114
O 18.666 -0.462 25.759 -0.567 -0.135 0.071
O 8.935 -2.404 -3.432 -0.334 0.022 -0.259
O -19.097 8.103 -0.526 -0.175 -0.034 -0.489
O 19.109 0.501 -3.63 0.209 -0.206 -0.404
O 16.765 -5.314 -3.478 0.073 -0.433 -0.536
O 17.695 -1.634 23.336 0.144 0.276 0.505
O 13.774 7.874 -3.462 0.435 -0.022 -0.488
O 4.322 6.87 -1.335 0.221 -0.353 -0.174
O -18.889 0.372 21.962 -0.3 0.003 -0.216
O 3.158 -5.27 22.71 -0.063 -0.276 -0.044
O -24.988 -7.363 -1.198 0.053 0.381 -0.046
O -0.576 -2.989 25.339 -0.285 -0.321 0.062
O -32.373 -0.351 -0.397 0.149 -0.096 -0.121
O 17.876 -4.152 -5.625 0.009 -0.139 -0.053
O -12.736 -7.177 -5.475 0.24 -0.54 -0.159
O -4.287 4.846 -6.589 -0.101 0.475 0.129
O 19.173 5.966 25.183 0.055 -0.066 0.837
O -7.752 7.815 -0.971 -0.525 0.362 0.114
O -6.506 3.735 -5.77 -0.008 -0.303 -0.136
O 21.241 7.972 -3.566 0.596 0.274 -0.283
O 23.164 -1.651 -1.26 0.276 -0.244 -0.247
O 19.128 -2.766 -0.136 -0.084 -0.11 -0.099
O -19.664 -2.986 -5.716 0.381 -0.219 0.383
O 16.35 2.793 22.197 -0.058 -0.081 0.198
O -29.923 6.374 -5.117 -0.282 -0.152 -0.45
O 9.923 -6.5 -5.623 0.624 0.393 0.279
O -10.719 -0.997 -3.213 -0.119 0.226 0.139
O 14.584 2.735 25.342 -0.23 0.293 -0.52
O 4.319 -4.932 -1.382 -0.235 -0.177 -0.287
O 27.386 4.264 -1.257 -0.025 -0.146 -0.446
O 25.217 -0.955 -6.191 -0.414 -0.296 0.27
O -26.105 -1.718 -5.241 0.109 -0.046 -0.332
O -12.67 2.388 -5.459 0.585 0.312 0.404
O 9.225 -5.871 25.008 0.085 0.131 0.363
O 19.773 -6.152 -3.166 -0.052 -0.097 0.419
O 18.784 -3.697 -3.198 0.153 0.604 -0.096
O -18.128 1.886 -1.459 0.365 0.32 -0.484
O -19.719 1.923 -6.143 0.04 -0.126 0.001
O -22.614 -6.851 -5.664 -0.427 0.071 -0.399
O -24.181 2.5 -3.224 0.155 -0.384 0.057
O -26.318 -0.926 -1.232 0.299 -0.105 -0.26
O 26.052 4.032 -6.204 0.007 0.165 0.67
O 12.194 5.747 -3.504 -0.029 0.021 0.115
O 30.345 0.408 22.154 0.212 -0.147 0.7
O 24.544 8.038 -0.225 -0.052 -0.182 -0.197
O 3.773 3.982 24.716 0.129 -0.234 -0.233
O 12.156 -0.693 -1.067 0.259 -0.034 -0.48
O -4.948 -4.601 24.212 0.852 -0.27 -0.28
O -24.595 -2.555 -0.213 0.215 0.179 0.003
O 9.27 4.06 23.752 -0.073 -0.056 -0.021
O 27.822 -1.065 -0.903 0.085 -0.4 -0.326
O 1.177 -1.052 -1.363 -0.283 0.018 -0.259
O 28.128 2.864 -5.099 0 -0.218 0.54
O 9.407 6.691 -4.306 -0.448 0.165 -0.437
O 2.668 2.507 -3.467 -0.531 0.106 -0.614
O 12.329 -1.34 23.197 -0.149 0.563 0.15
O -6.152 -0.762 -6.04 -0.249 -0.379 0.152
O -24.392 -0.13 25.054 -0.331 0.127 0.315
O 26.456 6.643 -1.165 0.55 0.328 -0.396
O 25.824 -6.683 24.005 -0.148 -0.064 0.419
O -27.593 5.537 -4.038 -0.039 -0.092 0.275
O -30.305 -2.372 -0.419 0.178 0.053 -0.547
O -8.241 -2.161 -3.426 0.418 0.225 -0.202
O 20.895 6.517 -1.38 -0.098 -0.068 -0.027
O 2.609 -7.978 -0.287 0.314 0.034 -0.177
O 12.351 -3.927 23.705 -0.226 -0.009 -0.195
O -1.457 1.746 -1.347 0.63 -0.317 -0.522
O -24.872 4.559 25.696 -0.237 0.016 -0.695
O -24.258 -5.302 -3.968 -0.483 -0.156 -0.148
O 9.382 -3.972 -1.45 -0.677 0.113 -0.247
O 27.234 8.03 25.482 0.544 0.239 0.273
O -8.752 -1.192 22.649 0.572 -0.357 0.11
O -32.568 -5.144 -3.408 -0.073 -0.043 -0.202
O -13.206 2.631 0.033 -0.005 0.158 -0.373
O -17.348 -4.306 -1.494 0.533 -0.128 -0.115
O 24.546 1.084 -4.474 0.363 -0.176 0.284
O -15.132 -7.101 26.01 0.187 -0.01 0.012
O 12.323 1.033 -5.192 0.171 0.017 -0.371
O -19.331 -4.644 25.17 -0.024 0.366 0.075
O 14.604 1.171 23.204 -0.642 -0.077 0.07
O 16.256 -2.846 -3.983 0.105 0.284 0.705
O -9.203 -1.235 -1.203 0.136 -0.527 0.077
O 1.485 5.753 -5.617 0.187 0.393 0.677
O -6.682 1.217 -1.541 0.217 -0.489 -0.255
O -19.389 -4.983 -3.084 -0.187 0.535 -0.278
O 14.906 -6.697 -5.953 0.318 -0.125 0.31
O -3.143 -5.983 22.158 -0.076 0.071 0.472
O -30.151 -4.942 -4.42 -0.121 -0.395 0.192
O -25.804 7.092 -2.858 -0.616 0.112 0.38
O -3.269 8.121 -3.646 0.354 -0.265 -0.335
O 12.904 -5.248 -5.154 0.016 -0.537 0.219
O -6.94 -6.283 24.981 -0.17 0 -0.603
O -1.261 0.997 23.1 0.17 0.417 0.17
O -10.093 0.589 24.038 0.072 0.129 -0.073
O 23.648 0.846 -6.91 0.007 0.101 -0.491
O -19.057 -2.811 -0.311 0.155 -0.014 -0.01
O -4.273 1.079 -6.002 0.139 0.074 0.448
O -5.096 -4.825 -6.362 0.043 0.32 0.252
O 11.76 4.291 -1.355 -0.132 0.114 -0.099
O 7.96 4.928 -5.396 -0.291 -0.269 0.014
O 3.162 3.865 -5.946 0.003 -0.152 0.222
O -26.772 7.693 -5.264 -0.598 0.258 0.377
O -16.479 0.091 -0.346 -0.294 -0.05 -0.576
O -7.102 -3.672 -1.552 0.026 0.17 -0.056
O -0.73 -8.095 -5.139 0.191 -0.397 0.216
O 25.759 6.54 -6.997 -0.542 0.141 -0.022
O -28.499 -1.085 24.574 -0.171 0.393 -0.147
O -12.769 -3.685 23.087 -0.805 -0.347 0.282
O 18.069 3.715 -1.125 0.241 -0.127 0.122
O 6.91 4.683 22.922 -0.517 -0.068 0.217
O -20.948 6.313 -4.013 -0.075 -0.113 0.303
O 5.658 -7.192 25.645 0.128 0.151 -0.304
O 17.394 -3.791 24.91 -0.378 -0.431 0.115
O 3.08 -1.742 -6.005 0.162 -0.212 -0.085
O 18.647 7.858 -3.838 -0.601 0.173 -0.087
O -7.989 -0.494 25.065 -0.411 0.017 0.387
O 10.068 1.67 23.142 -0.034 -0.307 0.351
O -1.621 3.25 -3.464 0.236 0.419 0.007
O 22.68 4.232 23.232 -0.303 -0.424 0.057
O 0.91 3.791 25.536 -0.119 0.434 -0.202
O -25.913 -4.159 -2.206 0.01 0.596 0.071
O 8.269 -0.013 22.194 -0.199 -0.03 0.311
O -32.017 -3.874 24.85 0.22 -0.303 0.01
O 26.341 -7.941 -5.192 -0.482 -0.049 0.385
O -4.432 -6.973 24.907 0.245 0.093 -0.269
O -17.092 -4.024 -4.139 -0.46 -0.159 -0.391
O -20.076 3.629 -1.37 -0.102 0.316 -0.418
O -10.807 7.696 25.221 -0.688 0.117 0.239
O -3.249 1.39 24.851 -0.056 0.179 -0.182
O 7.079 -1.727 -1.493 -0.106 -0.159 -0.012
O 23.27 3.095 -3.296 -0.255 0.054 -0.275
O -3.446 3.611 -1.545 -0.081 0.471 -0.552
O -10.814 5.299 -3.694 -0.548 -0.106 -0.277
O 6.701 -5.901 -1.139 0.463 0.51 -0.051
O -5.428 -5.467 -0.55 -0.078 0.24 -0.404
O -0.17 6.681 25.748 -0.056 0.096 -0.452
O -27.214 -1.835 22.27 -0.404 -0.278 -0.252
O -13.971 4.86 -5.51 0.283 0.244 -0.267
O 25.076 4.836 -2.537 -0.078 -0.104 -0.346
O -28.078 4.023 24.141 -0.061 -0.12 -0.172
O -28.241 -5.128 -6.191 0.337 0.566 -0.107
O 4.801 -3.375 23.322 -0.253 0.2 0.157
O 22.635 5.711 -3.267 0.206 0.259 -0.44
O -4.329 -0.813 -4.127 0.107 -0.499 -0.227
O -23.992 -4.451 22.57 -0.326 0.241 0.105
O 7.583 -0.516 -5.796 -0.316 0.35 -0.306
O 5.423 0.06 -0.511 0.076 0.089 -0.498
O 20.735 -1.112 -2.344 -0.172 -0.461 0.004
O 0.819 -6.285 -1.109 0.148 0.072 -0.151
O -6.356 -2.58 24.947 -0.441 -0.406 0.265
O 14.558 7.008 -1.159 -0.252 -0.308 -0.415
O 8.083 -8 -0.313 -0.178 0.079 -0.093
O 32.4 1.571 -4.46 -0.2 0.293 0.442
O -29.079 6.712 -1.434 0.028 -0.119 -0.628
O -4.297 -8.073 -6.084 -0.465 -0.686 0.217
O -5.391 -0.17 24.839 0.352 -0.156 -0.298
O 21.822 0.018 0.085 0.346 -0.093 0.016
O 16.379 5.424 -0.199 0.174 0.169 -0.185
O -16.974 3.123 24.954 -0.053 -0.674 0.145
O 13.651 2.69 -0.325 0.042 -0.054 -0.327
O 9.645 6.885 -1.645 -0.112 -0.098 -0.325
O -25.559 -6.445 23.213 -0.374 0.154 0.446
O 18.245 3.025 -3.635 0.596 0.266 -0.256
O -25.068 5.768 -4.998 0.147 -0.47 0.563
O 11.087 -5.536 -0.404 -0.186 0.053 -0.14
O -1.341 -4.487 23.333 -0.293 -0.213 0.51
O 17.481 5.486 -3 -0.351 0.275 0.125
O 5.569 -8.185 22.203 -0.057 -0.078 0.179
O 15.089 -1.344 -5.74 0.266 0.49 0.445
O 11.285 -3.495 -5.977 0.1 -0.062 -0.31
O -6.254 5.643 -0.955 0.16 -0.69 0.342
O 8.006 0.021 -3.256 -0.22 0.419 0.455
O -20.231 -1.356 23.184 -0.323 0.099 0.647
O 22.249 -3.539 25.085 0.319 0.218 0.313
O 30.787 -7.277 -5.095 -0.072 0.218 -0.219
O 26.068 0.874 -1.249 -0.313 0.001 -0.52
O 28.508 1.114 -2.156 -0.154 0.048 -0.028
O -2.687 2.692 0.681 -0.112 -0.101 0.487
O -31.637 7.558 24.973 0.398 -0.213 0.016
O -29.828 -6.765 24.94 0.101 0.028 -0.344
O 18.027 5.914 -5.491 0.238 -0.015 -0.379
O 15.475 -4.477 -1.305 0.063 0.19 -0.295
O 17.445 6.932 23.475 0.508 -0.081 -0.46
O 1.677 3.736 -1.366 -0.461 -0.147 -0.562
O -14.875 3.909 -1.37 -0.156 0.48 -0.409
O 8.84 -2.641 -6.625 0.198 -0.605 -0.129
O -17.257 -6.281 24.576 -0.169 -0.179 0.208
O 20.633 -4.452 -1.359 0.246 -0.073 -0.138
O 20.29 -7.917 25.032 -0.195 0.323 -0.25
O -8.354 2.808 -0.431 0.216 0.101 -0.646
O 24.527 5.684 22.19 0.165 -0.124 0.244
O 2.165 4.94 22.807 -0.024 0.024 0.164
O 2.385 6.17 25.18 0.302 0.296 0.225
O 4.052 4.39 -2.217 -0.276 0.257 0.195
O -7.827 -6.968 -3.237 0.297 0.355 -0.103
O 15.92 -7.838 25.073 0.242 0.379 0.123
O 24.476 2.618 -0.218 0.055 0.117 -0.015
O 11.083 -0.208 -3.322 0.303 -0.576 0.069
O -20.481 4.404 -5.71 0.171 0.159 -0.411
O 30.803 -4.669 25.639 -0.204 -0.31 -0.167
O -20.052 -7.634 -3.141 0.221 -0.236 0.309
O -18.4 -0.947 -4.418 0.049 -0.075 0.395
O -31.348 -2.753 -3.751 0.526 -0.04 0.086
O 10.833 -1.017 -5.834 0.24 0.015 0.154
O 30.079 2.781 -3.307 0.219 -0.066 -0.09
O -17.258 -6.378 -3.06 -0.455 -0.443 0.028
O -29.846 2.583 -0.197 0.164 0.031 -0.204
O 26.452 -5.386 -5.392 -0.676 0.019 -0.549
O -31.336 4.475 -1.024 -0.479 0.22 -0.003
O 13.182 4.568 -6.343 0.176 0.527 0.155
O -1.203 1.245 -5.074 -0.51 -0.158 -0.197
O 12.149 -6.515 23.189 -0.555 -0.036 0.466
O -30.261 -7.469 -0.841 0.331 0.237 0.125
O -21.627 -7.879 25.239 0.355 -0.238 -0.1
O -24.271 -2.694 -3.577 0.255 0.519 0.084
O -12.441 -5.214 -3.739 -0.198 -0.234 0.13
O -26.195 -2.206 24.632 -0.003 -0.184 0.574
O -7.125 6.482 23.127 0.198 0.011 0.135
O 16.563 0.966 24.969 0.167 -0.018 -0.435
O -27.297 5.328 -0.287 0.164 0.3 -0.138
O 8.299 2.791 -0.523 -0.039 0.073 -0.522
O 3.675 2.006 -1.13 -0.276 -0.063 -0.004
O -22.65 6.091 -6.05 0.342 0.266 -0.328
O -27.224 -6.056 -0.985 -0.272 -0.204 -0.149
O 10.553 -2.464 24.927 -0.255 0.302 -0.166
O 24.056 -5.37 25.412 0.584 0.107 0.307
O -23.365 -4.286 -1.625 0.369 -0.18 -0.383
O 29.259 -1.478 -3.736 0.155 -0.15 0.448
O 30.553 -6.532 -2.659 0.07 0.145 0.156
O -27.529 6.216 25.499 0.269 -0.158 0.026
O -14.68 7.393 -5.582 0.262 -0.084 -0.23
O -21.78 5.352 -0.456 0.343 0.085 -0.47
O -18.684 5.081 25.058 -0.613 0.312 0.12
O 2.048 -8.103 -6.08 -0.257 0.484 -0.037
O -29.985 5.317 25.237 -0.011 0.475 0.334
O 5.124 -7.298 -2.611 -0.155 -0.057 0.029
O -20.748 -6.191 -1.142 -0.401 0.507 0.068
O -11.385 -5.088 -6.19 0.064 0.221 0.279
O 1.862 -2.218 -3.673 -0.612 -0.517 -0.03
O -7.673 2.883 -3.447 -0.474 0.08 0.257
O 22.807 -1.991 -3.771 -0.008 0.374 -0.421
O 29.645 4.994 -4.553 0.533 0.141 0.001
O -24.502 2.891 -5.751 -0.561 -0.272 0.196
O 10.545 4.85 -5.88 0.16 0.149 -0.131
O 27.725 -1.127 -5.76 0.278 0.459 -0.263
O -12.101 6.145 -1.517 -0.225 0.238 -0.387
O -13.557 8.092 -0.566 -0.105 -0.131 -0.183
O -15.05 -6.606 -4.436 0.082 0.536 -0.065
O 31.329 -4.321 -1.361 -0.184 0.211 -0.56
O -32.258 -4.132 -5.77 0.06 0.328 -0.05
O 22.831 -1.823 23.138 0.142 0.128 0.197
O -23.548 6.836 -1.492 -0.067 -0.464 -0.195
O 13.06 -2.218 25.561 -0.152 -0.195 0.444
O -2.619 -6.226 -5.124 -0.036 0.625 -0.541
O 4.264 -6.965 -5.581 0.395 -0.142 0.162
O -21.824 -5.762 -3.483 0.098 0.475 -0.378
O -2.683 -2.765 -0.406 -0.039 -0.032 -0.283
O -3.778 -7.416 -1.25 -0.169 0.096 -0.362
O -8.563 0.433 -3.199 -0.446 0.159 -0.449
O -19.362 0.794 24.507 0.302 0.637 -0.101
O -11.819 -1.431 24.23 0.183 -0.171 -0.439
O -17.974 3.864 -5.918 0.13 0.044 0.632
O -7.396 -5.781 -5.645 -0.354 0.113 0.503
O 32.161 -1.504 24.828 -0.625 0.022 0.202
O 6.576 4.476 -1.554 -0.085 0.019 -0.295
O -19.478 -0.611 -6.826 0.305 -0.303 -0.337
O 11.458 5.789 25.324 0.102 0.168 -0.704
O 20.129 -7.043 -5.594 -0.112 0.046 -0.074
O -24.336 1.748 -0.772 -0.129 -0.111 0.082
O 31.766 -1.339 -3.808 -0.167 0.11 0.8
O 28.758 -1.08 23.353 -0.022 0.399 0.581
O -5.807 4.708 -3.426 0.56 -0.253 -0.015
O -1.677 -0.629 25.19 -0.282 -0.268 0.274
O -32.565 5.07 25.098 -0.541 -0.219 0.506
O 31.733 7.362 -6.836 -0.671 -0.196 -0.028
O 19.056 0.156 22.189 -0.223 -0.204 0.206
O 6.104 -2.436 25.575 -0.107 0.061 0.279
O -20.587 -1.275 -1.545 0.407 -0.145 -0.697
O 26.466 7.285 23.056 0.045 -0.255 0.256
O 14.392 2.54 -5.252 0.211 -0.46 0.07
O -26.37 1.37 -2.478 0.043 0.434 -0.609
O 0.793 -4.559 -3.093 0.124 0.493 0.068
O -16.022 0.402 25.003 0.075 0.417 -0.184
O -8.995 5.857 25.003 -0.356 -0.224 0.257
O -22.385 1.546 -4.883 0.638 0.081 -0.223
O -20.345 -5.624 -6.192 0.246 -0.212 0.647
O -18.346 6.972 -4.078 -0.032 -0.182 -0.261
O -14.106 1.431 -1.969 -0.004 -0.038 0.511
O 30.387 0.259 -5.432 -0.219 -0.004 -0.157
O -23.021 0.869 23.058 -0.231 -0.489 0.099
O -20.201 -8.164 -5.677 0.421 -0.269 -0.459
O 23.57 4.419 25.69 -0.188 -0.005 0.352
O -6.444 -4.012 -4.068 0.37 0.182 0.105
O -5.125 -6.326 -4.256 -0.157 0.182 0.772
O -13.442 -3 25.575 -0.104 0.356 0.578
O -4.226 4.561 23.021 0.011 -0.001 0.201
O 17.926 1.611 -5.771 -0.357 0.068 -0.22
O 3.051 -0.041 -3.018 0.315 -0.265 0.155
O 22.735 0.516 -2.733 0.024 0.195 0.313
O 20.541 -1.666 24.39 -0.07 0.283 -0.402
O 4.229 6.291 23.34 0.462 -0.019 0.614
O 8.79 -7.364 -3.256 -0.252 0.097 0.435
O -27.751 -0.68 -3.434 -0.112 -0.024 0.119
O -0.033 5.489 -0.491 0.055 -0.078 -0.28
O 4.049 0.964 23.18 0.495 -0.357 0.535
O 27.599 2.558 25.384 0.826 -0.42 0.214
O -21.04 -0.833 -4.815 -0.022 -0.226 0.313
O -31.274 2.43 -2.681 0.214 -0.307 0.484
O -4.067 6.319 -2.065 0.267 -0.487 0.27
O -27.153 -8.185 22.23 0.111 -0.004 0.463
O -16.122 5.627 -4.078 0.143 -0.378 0.241
O -29.25 -7.542 -5.928 0.23 -0.199 0.187
O -23.97 -3.098 -6.114 -0.164 -0.452 0.23
O 15.609 1.075 -1.075 0.261 -0.234 -0.195
O -20.516 1.242 -2.353 -0.095 -0.026 -0.427
O -12.244 0.833 25.512 -0.196 0.353 -0.113
O 26.832 -0.65 -3.262 -0.433 0.02 -0.173
O 19.126 -5.585 25.716 -0.249 -0.098 -0.449
O 28.29 -6.538 -4.002 0.146 0.292 0.119
O 9.563 -1.054 -1.355 -0.149 -0.373 0.336
O 12.272 3.152 -3.687 -0.109 -0.306 0.015
O 6.769 7.312 -6.012 -0.395 0.088 0.816
O 31.225 6.522 -1.545 -0.356 -0.025 -0.377
O -31.924 -1.115 -5.802 -0.199 -0.334 -0.084
O 1.2 -4.568 24.325 0.111 0.114 0.295
O 3.229 -0.376 25.232 0.544 0.071 -0.125
O -7.665 1.138 22.993 0.181 0.08 0.456
O -11.021 -3.844 24.996 0.553 0.23 0.303
O 27.353 5.715 -3.464 -0.251 0.082 -0.388
O 15.771 7.158 -6.108 -0.307 0.056 0.584
O -12.495 3.658 -2.504 0.258 -0.29 0.213
O -0.042 -5.577 -5.36 -0.141 0.394 -0.293
O -9.821 -6.766 -1.743 -0.159 -0.521 -0.262
O 14.163 0.169 25.598 -0.252 0.253 0.106

Results
total energy: -406620.145 eV
total energy less fixed offsets of O -438.25, Si -107.07 eV per atom: -7.345 eV
